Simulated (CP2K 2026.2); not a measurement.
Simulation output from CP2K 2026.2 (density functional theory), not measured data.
Periodic cell of 2016 atoms, Si1440O576, from a study of silicon, its oxide and their interface. The atomic structure is a simulated model.
Doubt: the forces sum to 5.53 eV/angstrom along one axis rather than to zero, so they err by at least 0.0027 eV/angstrom per atom on average; the grid cutoff is modest.

Settings
functional: PBE
method: Gaussian and plane waves
basis set: DZVP-MOLOPT-SR-GTH
pseudopotentials: GTH-PBE
grid cutoff: 300 Ry, relative cutoff 40 Ry
k points: Gamma only
occupations: fixed
spin: none
net charge: 0

Cell vectors (angstrom)
a 65.28 0 0
b 0 16.32 0
c -2.6061 -2.7372 33.1522

Atoms and the computed forces on them: element, x, y, z (angstrom), force x, y, z (eV/angstrom)
Si 1.392 -1.543 -0.036 -0.097 0.214 0.685
Si 4.385 1.054 0.058 -0.226 0.256 0.69
Si 1.019 4.372 0.026 0.226 -0.173 0.738
Si 4.258 6.822 0.248 -0.308 0.127 0.671
Si 1.159 -6.345 0.088 0.111 -0.215 0.744
Si 4.61 -4.293 0.173 -0.439 0.184 0.7
Si 6.61 -1.233 0.224 0.269 -0.154 0.667
Si 9.475 1.305 -0.037 0.172 -0.041 0.704
Si 6.451 4.547 0.123 0.249 -0.312 0.694
Si 9.819 6.69 0.239 -0.306 0.105 0.717
Si 6.615 9.696 0.56 0.081 -0.021 0.724
Si 9.779 11.951 0.611 0.005 -0.045 0.646
Si 12.415 -1.79 0.281 -0.168 0.347 0.764
Si 14.973 1.185 0.12 -0.144 0.22 0.728
Si 11.992 4.384 0.233 0.124 -0.2 0.726
Si 15.108 6.536 0.137 -0.03 0.264 0.783
Si 11.871 9.723 0.361 0.205 -0.006 0.628
Si 14.713 -3.85 0.404 0.101 -0.131 0.706
Si 17.203 -0.995 0.296 0.108 -0.009 0.746
Si 20.388 1.313 0.024 -0.196 0.181 0.699
Si 17.384 4.387 0.019 0.15 -0.205 0.809
Si 20.276 7.099 -0.029 0.121 -0.246 0.728
Si 18.03 -6.964 -0.184 -0.313 0.203 0.755
Si 20.734 -4.066 0.056 -0.314 0.004 0.678
Si 22.642 -0.916 0.044 0.234 -0.084 0.799
Si 25.415 1.763 0.039 0.234 -0.162 0.755
Si 23.133 3.91 0.165 -0.023 0.23 0.702
Si 26.099 6.766 0.161 -0.319 0.126 0.738
Si 22.842 -6.425 0.003 0.162 -0.171 0.653
Si 26.103 -4.189 0.19 -0.154 -0.008 0.624
Si 28.503 -1.595 0.113 -0.094 0.295 0.596
Si 31.299 1.331 -0.11 -0.185 0.041 0.702
Si 28.299 4.514 0.141 0.124 -0.376 0.691
Si 31.361 6.563 0.127 -0.044 0.144 0.698
Si 28.226 -6.479 0.021 0.188 -0.117 0.711
Si 30.869 -3.711 0.031 0.196 -0.172 0.66
Si 34.266 -1.618 -0.17 -0.373 0.402 0.686
Si 37.242 1.048 -0.292 -0.394 0.224 0.693
Si 33.551 4.317 -0.072 0.239 -0.044 0.693
Si 36.437 7 -0.258 0.207 -0.223 0.687
Si 34.123 -7.165 -0.05 -0.067 0.228 0.679
Si 36.501 -3.926 -0.138 0.32 -0.324 0.64
Si 39.416 -1.285 -0.131 0.172 -0.25 0.711
Si -23.335 1.657 -0.213 0.294 -0.283 0.645
Si 39.799 4 -0.009 -0.319 0.1 0.61
Si -23.418 6.837 -0.086 0.339 -0.084 0.619
Si 39.803 -7.089 -0.06 -0.148 0.081 0.672
Si -22.67 11.927 -0.149 -0.143 0.086 0.776
Si -20.242 -1.358 -0.327 0.077 -0.108 0.702
Si -17.679 1.664 0.103 0.183 -0.355 0.677
Si -20.036 3.779 -0.051 -0.3 0.3 0.626
Si -17.45 6.411 0.128 0.014 0.192 0.676
Si -20.514 9.618 -0.233 0.132 -0.197 0.671
Si -17.331 11.849 -0.229 -0.303 0.151 0.71
Si -15.14 -1.622 -0.154 0.292 0.175 0.73
Si -11.866 0.944 -0.125 -0.276 0.167 0.726
Si -15.098 4.362 0.074 0.074 -0.154 0.653
Si -12.014 6.361 0.203 -0.069 0.288 0.65
Si -15.162 9.601 0.024 0.182 -0.111 0.69
Si -11.941 11.93 0.056 -0.371 0.269 0.646
Si -9.635 -1.305 -0.033 0.165 -0.16 0.701
Si -6.52 1.083 0.109 -0.11 0.089 0.76
Si -9.79 4.194 0.209 0.179 -0.065 0.784
Si -6.328 6.212 -0.013 -0.125 0.21 0.711
Si -9.644 -6.605 0.194 0.319 -0.322 0.713
Si -6.51 -4.417 0.059 -0.144 0.162 0.791
Si -4.389 -1.185 -0.049 0.241 -0.096 0.701
Si -1.953 1.877 -0.38 0.276 -0.24 0.685
Si -4.071 4.069 0.356 0.037 -0.027 0.537
Si -1.121 6.679 0.087 -0.186 0.164 0.762
Si -4.213 -6.555 0.034 0.064 -0.293 0.731
Si -1.228 -4.292 0.131 -0.123 0.188 0.698
Si 2.7 -0.055 1.297 -0.006 0.003 -0.082
Si 5.425 2.771 1.313 0.022 0.011 -0.009
Si 2.652 5.494 1.348 -0.007 0.003 -0.066
Si 5.342 8.216 1.757 -0.003 -0.014 -0.059
Si 2.783 -5.279 1.386 0.044 -0.008 -0.038
Si 5.5 -2.719 1.624 0.019 -0.007 -0.006
Si 8.234 -0.05 1.425 -0.01 0.013 -0.018
Si 10.783 2.727 1.378 -0.004 -0.016 -0.073
Si 8.124 5.546 1.438 0.011 0.007 -0.035
Si 10.825 8.181 1.72 0 -0.001 -0.026
Si 8.163 10.85 1.826 -0.006 0.005 -0.041
Si 10.987 -2.82 1.801 0.002 0.028 -0.047
Si 13.447 0.001 1.446 -0.005 -0.043 -0.03
Si 16.225 2.787 1.351 -0.007 0.009 -0.038
Si 13.586 5.464 1.56 -0.005 0.016 -0.042
Si 16.339 -8.062 1.198 0.015 0.015 -0.065
Si 13.51 -5.434 1.602 -0.019 0.001 -0.053
Si 16.233 -2.629 1.629 0.008 -0.007 -0.044
Si 18.898 0.137 1.43 0.011 -0.012 -0.06
Si 21.606 2.75 1.456 0.01 -0.034 -0.041
Si 19.033 5.524 1.273 -0.017 0.035 -0.057
Si 21.74 -8.023 1.346 0.002 0.018 -0.067
Si 19.027 -5.294 1.201 0.015 -0.01 -0.054
Si 21.737 -2.547 1.475 -0.002 0.016 -0.059
Si 24.352 0.104 1.309 -0.001 -0.022 -0.088
Si 27.1 2.837 1.287 0.025 -0.019 -0.086
Si 24.389 5.57 1.303 0.013 0.006 -0.082
Si 27.198 -8.018 1.475 0.019 0.037 -0.058
Si 24.43 -5.334 1.342 0.011 0.006 -0.035
Si 27.177 -2.726 1.622 0.017 -0.014 -0.016
Si 29.749 0.106 1.182 0.019 0.004 -0.075
Si 32.605 2.679 1.299 -0.011 0.003 -0.057
Si 29.877 5.477 1.523 0.02 -0.005 -0.03
Si 32.613 -8.222 1.363 0.016 0.009 -0.046
Si 29.863 -5.392 1.311 -0.005 0.01 -0.057
Si 32.598 -2.63 1.189 0 0.018 -0.012
Si 35.458 0.046 0.999 0.01 0.019 -0.04
Si 38.154 2.73 1.094 -0.01 -0.004 -0.064
Si 35.311 5.409 1.099 -0.018 -0.006 -0.055
Si 38.087 -8.224 1.092 -0.016 0.001 -0.034
Si 35.309 -5.499 1.138 -0.015 -0.017 -0.042
Si 38.19 -2.851 1.123 -0.02 0.031 -0.059
Si -24.358 -0.017 1.126 0.005 0.004 -0.011
Si -21.707 2.664 1.162 0.026 0.001 -0.011
Si -24.41 5.417 1.461 0.007 0.014 -0.017
Si -21.685 8.012 1.054 0.002 0.005 -0.043
Si -24.286 10.8 1.196 0.011 0.003 -0.035
Si -21.612 -2.706 1.118 0.021 -0.029 -0.066
Si -18.805 -0.151 1.133 -0.033 0.021 -0.022
Si -16.175 2.764 1.427 0.022 0.02 -0.027
Si -18.969 5.272 1.417 -0.016 -0.007 -0.05
Si -16.317 8.067 1.343 0.001 -0.006 -0.03
Si -18.968 10.783 1.117 0.014 0.011 -0.038
Si -16.298 -2.965 1.304 -0.038 -0.015 -0.063
Si -13.614 -0.158 1.069 -0.003 -0.02 -0.066
Si -10.934 2.551 1.385 -0.013 -0.013 -0.037
Si -13.57 5.327 1.543 -0.016 -0.016 -0.031
Si -10.825 8.051 1.364 -0.047 -0.036 -0.082
Si -13.551 10.746 1.299 -0.017 0.007 -0.037
Si -10.85 -2.77 1.341 0.014 0.004 -0.017
Si -8.124 -0.108 1.337 -0.016 0.007 -0.043
Si -5.442 2.618 1.532 -0.007 -0.024 -0.034
Si -8.068 5.316 1.363 -0.01 0.029 -0.037
Si -5.359 8.038 1.214 -0.026 0.021 -0.064
Si -8.029 -5.53 1.444 0.028 0.022 -0.063
Si -5.441 -2.764 1.343 -0.002 0.002 -0.047
Si -2.772 0.093 1.102 0.014 0.009 -0.043
Si -0.177 2.713 1.145 -0.012 -0.029 -0.05
Si -2.635 5.499 1.48 0.018 -0.006 -0.046
Si 0.069 8.254 1.349 -0.001 0.007 -0.064
Si -2.74 -5.449 1.47 0.018 -0.007 -0.048
Si -0.071 -2.677 1.387 0.048 -0.052 -0.045
Si 1.265 1.365 2.554 0.013 0.034 0.014
Si 4.014 4.082 2.701 -0.004 -0.006 0.023
Si 1.357 6.859 2.76 0.017 0.017 0.025
Si 3.946 9.635 2.92 -0.028 0.025 0.021
Si 1.369 -3.981 2.76 -0.015 -0.017 0.034
Si 4.015 -1.35 2.811 -0.045 0.001 -0.001
Si 6.821 1.405 2.712 0.006 -0.024 0.009
Si 9.442 4.097 2.778 -0.007 -0.005 0.008
Si 6.8 6.822 2.928 0.033 0.007 0.021
Si 9.479 9.461 3.117 -0.007 -0.005 0.034
Si 6.818 12.3 3.041 0.018 0.003 0.037
Si 9.533 -1.353 2.897 -0.004 0.011 0.005
Si 12.146 1.406 2.793 0.006 0.026 0.002
Si 14.929 4.076 2.839 -0.001 -0.019 0.028
Si 12.271 6.832 2.936 0.009 -0.007 0.035
Si 14.996 -6.814 2.739 0.006 -0.04 0.014
Si 12.293 -4.149 3.131 -0.02 -0.027 0.036
Si 14.827 -1.282 2.913 -0.04 0.018 0.041
Si 17.586 1.497 2.794 -0.025 0.001 0.023
Si 20.299 4.182 2.737 -0.026 0.001 -0.001
Si 17.668 6.901 2.652 -0.013 -0.011 0.049
Si 20.342 -6.658 2.67 -0.023 0.002 0.039
Si 17.689 -4.054 2.743 0.03 -0.024 -0.002
Si 20.263 -1.272 2.771 0 0.015 0.017
Si 23.018 1.4 2.77 0.027 0.01 0.03
Si 25.754 4.192 2.686 -0.006 0.01 0.014
Si 23.066 6.905 2.697 -0.003 0.003 -0.004
Si 25.748 -6.708 2.753 0.004 0.007 0.029
Si 23.125 -3.946 2.748 0.003 -0.032 0.023
Si 25.719 -1.267 2.706 -0.03 0.023 0.009
Si 28.45 1.432 2.615 0.009 0.017 0.007
Si 31.243 4.005 2.714 0.018 -0.006 0.027
Si 28.558 6.916 2.802 -0.036 -0.021 0.015
Si 31.264 -6.77 2.623 -0.024 0.003 0.01
Si 28.597 -4.088 2.832 0.033 -0.021 0.029
Si 31.235 -1.242 2.536 -0.04 -0.019 0.029
Si 34.104 1.344 2.499 0.009 -0.044 -0.002
Si 36.721 4.049 2.444 0.018 0.019 -0.001
Si 34.03 6.727 2.623 -0.001 -0.027 0.03
Si 36.747 -6.833 2.484 -0.012 -0.023 0.015
Si 33.956 -4.087 2.504 0.008 0 -0.001
Si 36.788 -1.387 2.424 0.016 0.031 0.041
Si -25.749 1.355 2.491 -0.014 -0.004 0.026
Si -22.975 4.02 2.642 0.022 -0.025 0.018
Si -25.89 6.787 2.605 -0.002 0.026 0.029
Si -22.982 9.392 2.538 0.012 -0.015 0.022
Si -25.728 12.144 2.5 -0.01 0.001 -0.006
Si -23.027 -1.407 2.493 -0.01 -0.011 -0.015
Si -20.311 1.211 2.471 0.022 0.038 0.013
Si -17.61 3.985 2.805 -0.006 -0.001 0.045
Si -20.365 6.738 2.568 -0.015 0.036 0.008
Si -17.688 9.457 2.622 -0.019 -0.007 0.025
Si -20.271 12.217 2.499 0.002 0.004 0.015
Si -17.586 -1.494 2.608 -0.013 -0.003 0.023
Si -14.844 1.238 2.589 0.034 -0.039 0.021
Si -12.252 3.884 2.803 0.033 0.021 0.036
Si -14.934 6.772 2.763 -0.003 0.03 0.016
Si -12.217 9.396 2.703 -0.01 -0.009 0.016
Si -14.885 12.104 2.677 0.035 0.011 0.027
Si -12.276 -1.421 2.617 -0.024 0.018 0.023
Si -9.487 1.263 2.709 0.016 0.03 0.026
Si -6.83 3.976 2.817 -0.017 -0.009 0.028
Si -9.424 6.726 2.712 0.014 -0.019 0.001
Si -6.711 -6.966 2.706 0.013 -0.024 0.034
Si -9.464 12.194 2.709 -0.002 -0.008 -0.004
Si -6.812 -1.458 2.734 -0.005 -0.014 0.026
Si -4.024 1.27 2.757 0.027 -0.009 0.031
Si -1.33 4.041 2.747 0.008 -0.008 0.034
Si -4.052 6.822 2.76 -0.006 0.015 0.024
Si -1.353 -6.818 2.765 0.014 -0.019 0.03
Si -4.077 -4.051 2.765 -0.002 0.014 0.023
Si -1.44 -1.245 2.607 -0.044 0.013 0.016
Si -0.045 0.038 4.019 0.023 -0.003 -0.024
Si 2.635 2.708 4.017 -0.025 0.001 -0.007
Si 0.009 5.441 4.096 -0.008 0.006 -0.002
Si 2.65 8.189 4.211 -0.003 -0.015 0.01
Si 0.008 -5.415 4.091 0.025 0.019 -0.02
Si 2.678 -2.678 4.197 0.01 -0.005 0.019
Si 5.425 0.051 4.094 0.026 -0.008 -0.009
Si 8.118 2.739 4.164 0 -0.004 -0.001
Si 5.385 5.402 4.147 -0.007 0.001 -0.013
Si 8.097 8.117 4.38 -0.014 0.001 0.023
Si 5.38 10.922 4.278 0 -0.001 -0.018
Si 8.181 -2.649 4.317 0.016 -0.023 0.014
Si 10.855 0.052 4.221 0.005 -0.019 -0.005
Si 13.547 2.729 4.174 -0.004 -0.019 -0.002
Si 10.841 5.432 4.18 -0.017 -0.018 -0.02
Si 13.657 -8.118 4.211 -0.007 0.035 -0.007
Si 10.86 -5.467 4.395 0.008 0.005 0.012
Si 13.604 -2.671 4.347 0.011 -0.005 0.004
Si 16.254 0.096 4.172 0.014 -0.015 -0.011
Si 18.968 2.832 4.135 0.007 -0.012 0.003
Si 16.324 5.516 4.087 0.012 0.028 -0.03
Si 19.009 -8.064 4.052 -0.001 0.025 -0.025
Si 16.32 -5.415 4.109 -0.025 0.017 -0.003
Si 18.983 -2.676 4.137 0.008 0.004 0.018
Si 21.668 0.051 4.126 0.025 -0.015 -0.001
Si 24.416 2.803 4.057 0.005 -0.011 -0.021
Si 21.703 5.534 4.058 0.008 0.012 0
Si 24.417 -8.094 4.092 0.006 0.018 0.002
Si 21.72 -5.333 4.056 -0.003 -0.016 -0.01
Si 24.445 -2.622 4.127 0.005 0.002 0.019
Si 27.133 0.076 4.013 0.009 -0.002 0.01
Si 29.853 2.696 4.031 -0.012 -0.002 0.016
Si 27.148 5.509 4.06 -0.009 -0.006 -0.019
Si 29.954 -8.079 4.079 0.018 0.016 0.034
Si 27.161 -5.408 4.118 0.008 0.006 -0.001
Si 29.981 -2.635 4.014 0.002 0.001 -0.011
Si 32.679 0.031 3.884 -0.017 0.017 0.003
Si 35.423 2.705 3.877 -0.013 0.008 0.038
Si 32.661 5.391 3.99 0.018 0.012 -0.011
Si 35.409 -8.184 3.907 -0.004 0.004 -0.005
Si 32.653 -5.412 3.942 0.001 0.009 0.019
Si 35.392 -2.725 3.814 0.001 0.013 -0.004
Si -27.134 -0.032 3.824 -0.018 0.004 -0.001
Si -24.403 2.662 3.918 -0.01 -0.004 0.01
Si -27.217 5.377 3.899 -0.022 0.006 0.009
Si -24.437 8.12 3.912 0.012 -0.005 -0.021
Si -27.143 10.827 3.857 -0.006 -0.002 -0.003
Si -24.408 -2.766 3.851 0.003 0.015 0.029
Si -21.681 -0.076 3.896 0.012 0.005 -0.001
Si -19.022 2.558 3.98 0.005 -0.033 -0.011
Si -21.671 5.395 3.991 0.014 -0.02 0.012
Si -19.032 8.095 3.972 -0.007 -0.001 0.008
Si -21.652 10.825 3.87 0.002 -0.011 -0.018
Si -18.976 -2.802 3.967 0.006 -0.025 0.01
Si -16.24 -0.105 3.953 0.008 0.008 0.003
Si -13.601 2.55 4.114 -0.018 -0.009 0.028
Si -16.286 5.396 4.109 -0.006 0.004 0.004
Si -13.568 8.097 4.109 -0.014 0.012 0.027
Si -16.293 10.777 4.006 -0.012 -0.004 -0.014
Si -13.574 -2.799 4.021 0.014 -0.001 0.001
Si -10.897 -0.089 4.027 -0.018 0.001 -0.026
Si -8.188 2.621 4.136 0.005 -0.022 0.01
Si -10.831 5.332 4.04 -0.011 0.001 -0.032
Si -8.114 8.083 4.105 -0.001 0.008 0.001
Si -10.852 10.806 4.027 -0.013 -0.005 -0.001
Si -8.157 -2.79 4.116 -0.008 0.012 -0.006
Si -5.43 -0.085 4.08 -0.013 0.012 0.002
Si -2.709 2.691 4.104 -0.003 -0.01 -0.012
Si -5.432 5.407 4.083 -0.002 0.007 -0.018
Si -2.709 8.159 4.142 0.003 -0.005 0.008
Si -5.418 -5.501 4.068 -0.016 -0.018 -0.021
Si -2.723 -2.653 4.061 0.003 0.018 -0.003
Si 1.32 -1.336 16.332 0.019 -0.004 -0.008
Si 4.03 1.343 16.401 -0.033 0.007 0.012
Si 1.299 4.029 16.276 -0.002 0.001 -0.012
Si 4.072 6.794 16.26 0.003 0 -0.02
Si 1.287 -6.773 16.251 0.006 -0.003 -0.031
Si 4.063 -4.038 16.35 0.014 0.005 0.001
Si 6.757 -1.387 16.412 0.006 -0.018 -0.003
Si 9.527 1.387 16.415 0.001 0.01 -0.006
Si 6.803 4.099 16.378 -0.014 0.014 -0.004
Si 9.524 6.865 16.467 0.023 -0.012 0.01
Si 6.829 9.543 16.366 0.007 0.009 0.001
Si 9.506 -4.068 16.467 0.003 0.014 0.002
Si 12.24 -1.366 16.454 -0.007 -0.006 0
Si 14.986 1.377 16.411 0.019 0.001 -0.001
Si 12.265 4.117 16.44 -0.001 -0.007 0.004
Si 15.007 -9.458 16.433 0.012 -0.006 -0.004
Si 12.248 -6.761 16.499 -0.013 -0.006 0.006
Si 14.997 -4.017 16.471 0.008 0.016 -0.003
Si 17.725 -1.323 16.399 -0.021 -0.029 -0.005
Si 20.459 1.414 16.324 0.006 0.001 -0.008
Si 17.716 4.139 16.374 -0.01 -0.006 -0.013
Si 20.46 -9.46 16.32 0.017 0.008 -0.01
Si 17.734 -6.74 16.43 -0.013 -0.007 0.013
Si 20.49 -4.012 16.353 -0.003 0.015 0.005
Si 23.17 -1.32 16.24 -0.006 -0.002 -0.008
Si 25.899 1.401 16.149 -0.003 -0.002 -0.013
Si 23.165 4.132 16.251 0.008 -0.015 -0.008
Si 25.883 -9.459 16.174 0.019 -0.001 0.006
Si 23.2 -6.732 16.25 0 -0.014 -0.002
Si 25.935 -4.031 16.167 0.009 0 -0.013
Si 28.694 -1.288 16.117 -0.004 0 -0.015
Si 31.363 1.35 16.123 -0.016 -0.006 0
Si 28.603 4.063 16.046 0.013 -0.005 -0.027
Si 31.384 -9.554 16.15 -0.009 0.026 0.017
Si 28.649 -6.79 16.123 -0.012 -0.009 -0.03
Si 31.374 -4.048 16.076 0.01 0.006 -0.013
Si 34.093 -1.318 16.184 -0.006 0.009 0.007
Si 36.711 1.386 16.221 0.015 -0.001 0.009
Si 34.047 4.064 16.194 -0.007 -0.009 -0.003
Si 36.766 -9.527 16.132 -0.011 0.013 0.004
Si 34.073 -6.843 16.052 0 0.009 -0.014
Si 36.744 -4.081 16.154 0.009 -0.003 -0.014
Si -25.806 -1.381 16.16 0.019 0.015 -0.02
Si -23.126 1.274 16.247 -0.015 -0.005 0.002
Si -25.839 4.025 16.183 -0.022 0.004 0
Si -23.11 6.734 16.182 0.009 0.009 -0.016
Si -25.822 9.506 16.168 0.016 0.011 -0.019
Si -23.144 -4.122 16.236 -0.004 0 -0.005
Si -20.458 -1.444 16.284 -0.003 -0.006 -0.006
Si -17.71 1.252 16.298 -0.006 -0.033 0
Si -20.399 4 16.231 -0.004 0.019 -0.005
Si -17.699 6.718 16.287 -0.003 0.001 -0.005
Si -20.41 9.459 16.253 0.001 0.004 -0.003
Si -17.766 -4.206 16.318 -0.008 -0.01 -0.004
Si -15.063 -1.471 16.336 -0.01 -0.008 0.002
Si -12.293 1.282 16.349 -0.001 -0.012 0.009
Si -14.938 4.001 16.35 0.015 -0.001 0.005
Si -12.278 6.76 16.351 -0.01 -0.004 -0.01
Si -15.007 9.442 16.357 0.005 0.004 -0.001
Si -12.32 -4.188 16.389 0.009 -0.015 -0.003
Si -9.603 -1.407 16.405 -0.004 -0.003 0.012
Si -6.886 1.342 16.412 -0.01 0.022 0.024
Si -9.537 4.085 16.316 -0.021 0.026 -0.013
Si -6.84 6.8 16.417 0.014 0.007 0.01
Si -9.576 9.476 16.411 0.011 -0.005 0.006
Si -6.894 -4.069 16.348 0.005 -0.016 0.003
Si -4.183 -1.345 16.364 0.003 0.006 -0.001
Si -1.448 1.375 16.359 -0.003 -0.004 0.011
Si -4.166 4.074 16.362 0.01 0.004 -0.006
Si -1.499 6.78 16.276 -0.006 0.005 -0.005
Si -4.163 9.532 16.305 -0.006 -0.016 -0.009
Si -1.446 -4.056 16.321 0.012 -0.013 -0.007
Si 2.692 -0.063 17.768 0.034 -0.011 0.011
Si 5.415 2.744 17.702 0.017 0.022 0.013
Si 2.687 5.412 17.537 0.036 0.002 0.001
Si 5.478 8.102 17.611 -0.003 -0.037 -0.025
Si 2.662 -5.43 17.594 -0.006 0.011 0.01
Si 5.4 -2.735 17.818 -0.004 -0.008 0.013
Si 8.133 -0.003 17.71 0.013 0.006 -0.017
Si 10.892 2.747 17.79 0.007 0.002 0.022
Si 8.133 5.473 17.771 -0.002 0.01 -0.013
Si 10.878 8.21 17.895 0.012 -0.002 0.008
Si 8.13 10.886 17.821 -0.01 -0.014 -0.013
Si 10.878 -2.722 17.848 -0.01 -0.021 0.014
Si 13.621 0.006 17.775 -0.017 -0.002 -0.001
Si 16.386 2.738 17.729 -0.014 -0.002 0.003
Si 13.652 5.488 17.779 -0.002 0.012 0.001
Si 16.374 -8.106 17.818 -0.002 0.006 -0.002
Si 13.626 -5.373 17.839 0.01 0.025 -0.017
Si 16.372 -2.639 17.828 0.014 0.002 -0.027
Si 19.15 0.02 17.702 -0.008 0.008 -0.009
Si 21.812 2.807 17.656 -0.008 -0.011 0.009
Si 19.098 5.519 17.699 -0.024 -0.012 -0.015
Si 21.853 -8.082 17.625 -0.029 0.003 -0.003
Si 19.121 -5.334 17.734 0.026 -0.026 0.01
Si 21.898 -2.669 17.703 0.018 -0.011 -0.004
Si 24.544 0.066 17.515 0.008 0.006 0.02
Si 27.25 2.783 17.462 -0.011 0.011 -0.008
Si 24.557 5.494 17.558 -0.016 0.014 0.004
Si 27.248 -8.082 17.493 -0.002 0.02 0.028
Si 24.584 -5.354 17.566 0.016 0.01 0.006
Si 27.362 -2.665 17.427 -0.013 0.008 -0.001
Si 30.022 0.055 17.537 0.014 -0.013 0.032
Si 32.691 2.658 17.536 0.012 0.013 0.013
Si 30.001 5.318 17.392 0.01 -0.022 -0.008
Si 32.791 -8.183 17.475 0.02 -0.03 -0.016
Si 30.074 -5.454 17.412 -0.01 0.004 -0.009
Si 32.716 -2.709 17.459 -0.011 -0.037 0.011
Si 35.355 0.081 17.649 -0.026 0.033 0.021
Si 38.038 2.763 17.595 0.003 0.006 0.012
Si 35.405 5.47 17.508 -0.005 0.019 0.012
Si 38.129 -8.195 17.506 0.004 -0.005 0.024
Si 35.364 -5.49 17.432 -0.011 0.02 -0.001
Si 38.081 -2.683 17.497 -0.02 0 -0.019
Si -24.474 -0.107 17.616 0.005 -0.012 0.03
Si -21.756 2.644 17.582 0.021 -0.015 -0.006
Si -24.452 5.355 17.52 0.001 0.013 -0.012
Si -21.75 8.061 17.558 0.01 -0.019 0.02
Si -24.534 10.873 17.586 -0.002 -0.02 0.017
Si -21.828 -2.791 17.667 -0.017 0.008 0.007
Si -19.104 -0.102 17.652 0.025 0.013 0.011
Si -16.299 2.578 17.644 0.03 0.013 -0.017
Si -19.048 5.332 17.622 0.004 0.009 0.002
Si -16.383 8.075 17.693 0.014 -0.013 0.008
Si -19.147 10.801 17.732 -0.01 0.014 0.011
Si -16.421 -2.879 17.692 0.029 0.011 0.025
Si -13.681 -0.122 17.676 0.007 0.003 0.005
Si -10.897 2.711 17.619 0.007 -0.01 -0.029
Si -13.596 5.399 17.741 0.02 -0.016 0.006
Si -10.932 8.083 17.77 0.008 0 -0.024
Si -13.667 10.764 17.79 -0.004 0.03 0.018
Si -10.969 -2.819 17.742 -0.046 -0.017 -0.04
Si -8.258 -0.03 17.786 -0.008 -0.019 0.024
Si -5.523 2.743 17.754 -0.001 -0.006 -0.016
Si -8.233 5.436 17.761 -0.005 -0.019 0.006
Si -5.434 8.187 17.743 -0.003 -0.007 0.03
Si -8.238 -5.409 17.734 -0.006 -0.007 0.011
Si -5.54 -2.718 17.723 -0.018 -0.016 -0.004
Si -2.856 0.049 17.717 -0.013 -0.001 0.014
Si -0.053 2.726 17.694 0.019 0.019 0.006
Si -2.819 5.44 17.717 -0.005 0.012 0.023
Si -0.151 -8.112 17.521 -0.009 -0.018 -0.013
Si -2.864 -5.382 17.655 -0.004 0.027 -0.001
Si -0.076 -2.678 17.64 -0.016 0.006 0.003
Si 1.291 1.328 19.03 -0.013 -0.004 -0.005
Si 4.063 4.179 18.987 0.011 0.05 -0.025
Si 1.208 6.763 18.709 -0.002 -0.022 -0.055
Si 4.05 -6.875 18.816 0.01 0.012 -0.029
Si 1.318 -4.044 18.932 0.006 -0.001 -0.045
Si 4.048 -1.399 19.231 -0.024 0.006 -0.04
Si 6.745 1.326 19.04 -0.018 -0.013 -0.01
Si 9.505 4.126 19.115 0.007 0.011 -0.021
Si 6.761 6.831 19.135 -0.011 -0.009 0.002
Si 9.483 9.6 19.264 0.024 -0.011 -0.018
Si 6.706 -4.152 19.208 -0.014 -0.014 0
Si 9.447 -1.335 19.122 -0.045 0.024 -0.012
Si 12.248 1.343 19.128 0.006 -0.027 -0.036
Si 15.03 4.094 19.09 0.001 0.022 -0.016
Si 12.306 6.816 19.196 -0.002 0.014 -0.017
Si 15.006 -6.728 19.184 0.03 -0.041 -0.023
Si 12.251 -4.07 19.259 -0.013 0.005 0.004
Si 14.99 -1.273 19.202 0.002 -0.006 0.006
Si 17.817 1.395 19.047 -0.012 0.007 -0.019
Si 20.444 4.164 19.055 0.02 -0.027 -0.003
Si 17.805 -9.457 19.138 0.003 0.016 -0.011
Si 20.557 -6.688 19.015 0.002 0.019 -0.03
Si 17.795 -3.979 19.16 0 0.022 -0.016
Si 20.555 -1.301 19.071 0.021 -0.011 0.002
Si 23.228 1.432 18.928 0.014 0.012 -0.04
Si 25.914 4.104 18.878 0 -0.028 -0.017
Si 23.235 -9.456 18.931 -0.004 0.006 -0.009
Si 25.979 -6.639 18.918 0.038 -0.013 0.005
Si 23.333 -4.007 19.045 0.009 0.017 0.006
Si 25.983 -1.314 18.741 -0.014 0.004 -0.048
Si 28.597 1.463 18.821 0.024 0.008 -0.029
Si 31.225 3.904 18.848 -0.079 -0.019 -0.051
Si 28.612 -9.622 18.606 -0.045 -0.021 -0.075
Si 31.433 -6.812 18.772 0.053 0.02 -0.034
Si 28.791 -4.019 18.705 -0.019 -0.002 -0.007
Si 31.483 -1.278 18.85 0.011 0.015 -0.045
Si 34.018 1.489 19.105 -0.001 0.008 0.029
Si 36.732 4.237 18.982 0.034 0.009 -0.004
Si 34.059 -9.558 18.925 0.014 0.003 -0.008
Si 36.726 -6.817 18.789 0 0.027 -0.031
Si 33.963 -4.19 18.792 -0.037 -0.033 -0.039
Si 36.744 -1.345 18.895 0.034 -0.003 0.004
Si 39.382 1.298 18.84 -0.013 -0.01 -0.047
Si -23.107 4.013 18.911 0.015 0.032 0.002
Si 39.483 -9.602 18.847 0.008 -0.003 -0.03
Si -23.142 9.437 18.841 0 -0.001 -0.04
Si 39.371 -4.004 18.914 0.035 -0.001 -0.021
Si -23.165 -1.474 19.102 -0.025 0.011 -0.014
Si -20.444 1.296 18.997 -0.013 0.003 -0.003
Si -17.657 3.947 18.944 0.009 -0.007 -0.012
Si -20.433 6.676 18.97 -0.009 0.007 -0.04
Si -17.805 9.376 19.058 -0.018 -0.01 0.007
Si -20.56 -4.153 19.114 0.025 -0.022 -0.001
Si -17.829 -1.543 19.017 -0.03 -0.024 -0.021
Si -14.954 1.254 19.075 0.032 -0.013 0.001
Si -12.083 4.106 19.052 0.044 0.051 -0.004
Si -15.026 6.727 19.076 -0.011 0.017 -0.018
Si -12.29 9.389 19.171 -0.004 0.012 -0.018
Si -15.119 -4.246 19.132 0.001 0.014 -0.044
Si -12.432 -1.552 19.064 0.017 -0.07 -0.006
Si -9.682 1.366 19.074 -0.056 0.051 0.005
Si -6.893 4.082 19.135 0.018 0.01 -0.018
Si -9.537 6.802 19.185 -0.019 -0.003 0.006
Si -6.753 9.656 19.034 0.037 0.023 -0.026
Si -9.632 -4.126 19.171 0.009 0 -0.021
Si -6.885 -1.409 19.137 -0.003 -0.014 -0.008
Si -4.179 1.419 19.151 0.038 -0.012 -0.001
Si -1.409 4.106 19.047 -0.013 0.013 -0.021
Si -4.118 6.799 19.159 -0.001 0.024 -0.035
Si -1.5 -6.773 18.908 -0.008 -0.012 -0.029
Si -4.166 -4.024 19.109 0.012 -0.012 -0.001
Si -1.471 -1.334 18.994 0 -0.017 -0.031
Si -0.127 0 20.362 -0.006 0.013 0.053
Si 2.703 2.745 20.227 0.006 0.001 0.049
Si -0.034 5.572 20.264 -0.019 0.035 0.067
Si 2.567 8.102 19.956 0.022 -0.001 0.08
Si -0.139 -5.382 20.155 -0.029 0.017 0.053
Si 2.642 -2.865 20.489 0.041 0.014 0.058
Si 5.427 0.058 20.545 -0.007 -0.032 0.048
Si 8.065 2.725 20.351 0.001 0.011 0.049
Si 5.315 5.569 20.506 -0.043 -0.041 0.05
Si 8.097 8.165 20.557 0.017 -0.009 0.055
Si 5.245 -5.672 20.387 0.02 0.017 0.052
Si 8.082 -2.698 20.502 0.022 -0.012 0.049
Si 10.793 0.04 20.493 -0.012 0.006 0.038
Si 13.646 2.723 20.443 0.023 0.005 0.025
Si 10.912 5.42 20.523 0.008 0.002 0.013
Si 13.663 8.24 20.558 -0.022 0.004 0.064
Si 10.856 10.947 20.703 -0.011 0.011 0.015
Si 13.595 -2.643 20.597 -0.005 -0.004 0.021
Si 16.44 0.159 20.47 -0.007 -0.006 0.043
Si 19.186 2.692 20.443 -0.001 0.017 0.075
Si 16.512 5.367 20.433 0.032 -0.042 0.025
Si 19.208 -8.017 20.419 -0.019 0.023 0.048
Si 16.425 -5.403 20.522 -0.007 -0.002 0.05
Si 19.262 -2.613 20.521 -0.017 -0.027 0.058
Si 21.975 0.043 20.355 0.005 0.003 0.07
Si 24.579 2.798 20.292 -0.004 -0.013 0.082
Si 21.84 5.575 20.331 -0.002 0.021 0.047
Si 24.608 -8.055 20.227 -0.016 0.018 0.031
Si 21.968 -5.361 20.409 -0.035 -0.005 0.049
Si 24.856 -2.649 20.266 0.009 -0.012 0.056
Si 27.242 0.09 20.084 -0.008 -0.005 0.045
Si 29.866 2.66 20.383 0.036 0.052 0.057
Si 27.34 5.451 20.118 -0.004 -0.03 0.072
Si 30.062 -8.341 19.818 0.045 -0.073 0.035
Si 27.49 -5.237 20.169 -0.045 -0.006 0.077
Si 30.151 -2.722 20.083 -0.003 -0.009 0.037
Si 32.695 0.025 20.453 -0.015 0.01 0.052
Si 35.301 3.063 20.438 -0.107 0.016 0.038
Si 32.541 5.311 20.092 0.058 -0.006 0.034
Si 35.531 -8.204 20.243 -0.038 -0.046 0.019
Si 32.677 -5.541 20.309 0.012 0.045 0.048
Si 35.344 -2.813 20.044 0 -0.045 0.045
Si 38.009 0.061 20.303 0.001 -0.01 0.073
Si 40.774 2.629 20.142 -0.005 -0.028 0.06
Si 38.18 5.534 20.381 -0.009 -0.019 0.059
Si 40.852 -8.287 20.173 0.024 -0.014 0.049
Si 37.972 -5.38 20.162 -0.025 -0.003 0.049
Si 40.645 -2.785 20.492 0.018 0.009 0.055
Si -21.802 -0.023 20.412 -0.007 -0.003 0.035
Si -18.979 2.597 20.312 0.008 -0.023 0.017
Si -21.76 5.295 20.348 0.016 0.003 0.069
Si -19.133 8.001 20.425 -0.014 -0.035 0.066
Si -21.974 10.745 20.376 -0.001 0.015 0.089
Si -19.251 -2.788 20.532 0.017 0.013 0.029
Si -16.361 -0.255 20.302 0.013 0.013 -0.002
Si -13.503 2.767 20.295 -0.037 -0.022 -0.013
Si -16.382 5.3 20.37 0.016 0.002 0.055
Si -13.681 8.018 20.525 0.004 0 0.029
Si -16.537 10.699 20.492 0.03 0.026 0.036
Si -13.766 -2.907 20.55 0.012 0.009 0.078
Si -11.187 -0.027 20.279 -0.014 0.037 0.031
Si -8.189 2.611 20.467 0.038 -0.04 0.053
Si -10.728 5.347 20.651 -0.008 -0.008 0.086
Si -8.145 8.344 20.326 -0.019 0.023 0.048
Si -10.963 -5.535 20.569 0.015 0 0.037
Si -8.289 -2.731 20.539 -0.019 0.013 0.032
Si -5.52 -0.033 20.492 0.008 0.019 0.022
Si -2.73 2.799 20.473 -0.004 -0.015 0.025
Si -5.643 5.542 20.521 -0.005 0.077 0.019
Si -2.668 -8.1 20.439 -0.011 -0.02 0.03
Si -5.477 -5.325 20.56 -0.021 0 0.057
Si -2.793 -2.66 20.435 0.003 0.015 0.071
Si 0.951 -1.677 21.58 0.16 0.041 -0.742
Si 4.224 1.742 21.68 -0.008 -0.197 -0.728
Si 1.503 4.295 21.434 -0.143 -0.049 -0.739
Si 3.445 6.669 21.546 0.459 0.031 -0.662
Si 1.254 -6.834 21.247 -0.046 0.02 -0.553
Si 3.515 -4.766 21.68 0.046 0.22 -0.735
Si 6.685 -1.412 21.921 0.083 0.197 -0.725
Si 9.558 1.606 21.774 -0.215 -0.319 -0.723
Si 6.495 3.872 21.636 0.024 0.234 -0.743
Si 9.715 6.976 21.801 -0.199 -0.152 -0.72
Si 6.614 -6.882 21.9 -0.07 -0.233 -0.685
Si 9.771 -3.591 21.897 -0.146 -0.359 -0.757
Si 12.038 -1.402 21.854 0.215 0.141 -0.645
Si 15.297 1.716 21.785 -0.087 -0.141 -0.686
Si 11.957 3.686 21.75 0.245 0.347 -0.685
Si 15.088 6.711 21.65 0.062 0.21 -0.68
Si 11.956 9.237 21.948 0.246 0.223 -0.719
Si 15.362 -3.704 21.794 -0.491 -0.501 -0.347
Si 17.531 -1.509 21.734 0.532 0.457 -0.371
Si 20.874 1.612 21.716 -0.247 -0.275 -0.776
Si 17.661 3.792 21.845 0.104 0.191 -0.636
Si 20.85 -9.081 21.688 -0.132 -0.18 -0.731
Si 18.133 -6.41 21.77 -0.176 -0.2 -0.772
Si 20.418 -4.235 21.774 0.145 0.232 -0.761
Si 23.671 -1.099 21.513 -0.12 -0.031 -0.749
Si 25.742 1.184 21.54 0.078 0.141 -0.773
Si 22.976 3.981 21.572 0.281 0.138 -0.742
Si 26.319 -9.172 21.311 -0.317 -0.272 -0.61
Si 23.16 -6.937 21.683 0.169 0.168 -0.684
Si 26.656 -3.526 21.581 -0.145 -0.115 -0.777
Si 28.722 -1.294 21.195 0.007 0.009 -0.565
Si 30.83 0.909 21.686 0.179 0.1 -0.738
Si 28.754 4.373 21.644 -0.121 -0.234 -0.698
Si 31.017 -9.82 21.347 0.043 0.085 -0.718
Si 28.678 -7.038 21.019 0.081 0.315 -0.589
Si 31.629 -3.832 21.566 -0.22 -0.246 -0.687
Si 33.959 -1.687 21.514 0.059 0.293 -0.652
Si 36.924 1.807 21.504 -0.065 -0.14 -0.81
Si 33.923 4.614 21.832 0.115 -0.389 -0.57
Si 37.255 -9.017 21.698 -0.184 -0.227 -0.689
Si 34.331 -6.713 21.543 -0.276 -0.181 -0.69
Si 36.332 -4.327 21.528 0.291 0.112 -0.757
Si 39.573 -1.01 21.716 -0.163 -0.227 -0.728
Si 41.852 1.176 21.607 0.244 0.082 -0.738
Si 39.33 3.799 21.503 0.077 0.322 -0.753
Si 42.352 -9.435 21.628 -0.187 -0.147 -0.795
Si 39.408 -6.823 21.239 0.056 -0.021 -0.524
Si 41.544 -4.649 21.711 0.119 0.16 -0.806
Si -20.257 -1.05 21.868 -0.208 -0.29 -0.647
Si -17.835 0.963 21.573 0.096 0.194 -0.711
Si -20.138 4.12 21.63 -0.184 -0.043 -0.727
Si -17.973 6.366 21.713 0.069 0.244 -0.749
Si -20.793 9.149 21.644 0.144 0.142 -0.832
Si -17.775 -4.084 21.821 -0.206 -0.195 -0.702
Si -15.49 -1.873 21.8 0.326 0.153 -0.761
Si -12.682 1.167 21.769 0.183 0.098 -0.556
Si -14.729 4.206 21.63 -0.232 -0.099 -0.753
Si -12.506 6.404 21.802 0.197 0.19 -0.731
Si -15 9.502 21.824 -0.169 -0.24 -0.698
Si -12.711 -4.603 21.83 0.133 0.261 -0.74
Si -9.611 -1.099 21.606 -0.057 -0.233 -0.642
Si -7.198 0.936 21.816 0.251 0.211 -0.688
Si -9.154 3.989 22.059 -0.142 0.156 -0.613
Si -6.644 7.354 21.786 -0.191 -0.4 -0.73
Si -9.191 9.84 21.808 -0.208 -0.066 -0.717
Si -7.046 -4.153 21.971 0.246 0.144 -0.649
Si -3.891 -1.078 21.812 -0.093 -0.225 -0.743
Si -1.634 1.137 21.8 0.144 0.214 -0.738
Si -4.171 4.207 21.702 0.142 0.018 -0.633
Si -0.866 7.293 21.683 -0.163 -0.098 -0.755
Si -4.22 -6.942 21.759 0.146 0.296 -0.711
Si -1.211 -3.912 21.615 -0.219 -0.102 -0.753
Si 0.146 5.768 -4.909 0.075 -0.001 0.035
Si 1.247 2.213 -7.002 -0.023 0.021 0.003
Si 5.881 7.792 24.536 -0.053 0.073 -0.193
Si 8.778 -4.314 -5.968 -0.091 -0.034 0.023
Si -1.269 -6.462 26.111 0.074 -0.002 0.082
Si 10.205 4.856 -3.445 -0.016 -0.073 0.033
Si 13.873 -0.02 24.023 0.021 -0.031 -0.114
Si 3.468 7.188 -2.602 0.065 0.097 0.082
Si 11.33 -3.089 -6.579 0.001 0.05 0.043
Si 16.497 4.271 -6.504 0.052 0.103 -0.171
Si 7.825 -4.72 23.831 -0.114 0.067 -0.07
Si 10.606 -0.851 -2.06 -0.029 0.024 0.19
Si 8.397 6.324 -5.548 0.11 -0.015 0
Si 12.381 -1.56 -4.365 -0.096 -0.079 0.049
Si 19.04 4.26 24.709 -0.015 -0.004 -0.155
Si 20.572 -5.258 -6.997 -0.016 -0.087 -0.049
Si 12.054 -4.516 -3.232 -0.052 0.031 -0.006
Si 19.936 6.543 -6.043 -0.144 0.042 -0.053
Si 23.715 -1.506 -2.847 0.035 0.196 -0.055
Si 23.985 4.433 24.453 -0.031 -0.152 0.014
Si 13.37 5.193 23.717 0.073 0.003 0.079
Si 20.098 -3.313 -2.824 -0.024 -0.057 0.081
Si 16.326 -7.855 23.752 0.068 0.007 0.006
Si 16.124 -2.229 24.24 0.052 -0.072 -0.187
Si 28.316 -3.087 -4.139 -0.087 0.07 -0.124
Si 19.294 3.615 -5.26 -0.095 0.04 0.129
Si 28.06 -0.076 -4.811 0.148 0.107 0.098
Si 30.06 2.375 -4.959 -0.067 -0.127 0.093
Si 24.08 -2.315 25.803 -0.035 0.114 -0.134
Si 24.055 -4.23 -4.331 -0.058 -0.074 -0.011
Si 21.991 -2.492 23.786 0.036 -0.03 -0.127
Si -31.407 0.894 25.88 -0.125 -0.002 -0.085
Si 26.818 3.094 23.798 0.058 0.086 -0.246
Si -31.843 7.215 23.036 -0.029 0.026 -0.09
Si 29.213 -7.142 23.777 0.076 -0.02 -0.021
Si -29.541 -2.447 23.807 -0.025 -0.094 -0.206
Si -31.816 -4.793 -4.133 0.174 0.026 0.109
Si -28.751 1.435 24.455 0.038 0.103 0.026
Si 32.378 -4.672 -6.682 -0.036 0.022 -0.118
Si -23.954 -4.549 -6.825 0.077 -0.172 0.018
Si -26.522 -3.337 -6.31 -0.114 0.082 0.035
Si -27.948 -1.481 -4.509 -0.047 0.027 -0.061
Si -27.043 -0.947 24.556 -0.003 -0.003 -0.174
Si -15.536 0.611 26.076 -0.03 -0.132 -0.116
Si -22.948 1.14 -5.923 -0.047 -0.043 -0.011
Si -20.828 6.045 -4.34 0.133 -0.03 -0.056
Si -24.803 2.827 -4.045 -0.167 -0.026 0.02
Si -22.791 4.547 25.922 0.001 -0.017 -0.007
Si -20.695 -0.427 24.759 -0.165 -0.126 -0.123
Si -12.715 -1.046 -4.404 0.009 0.081 0.148
Si -18.256 -6.954 -6.287 -0.001 0.099 -0.005
Si -11.149 6.283 24.525 0.036 -0.091 -0.151
Si -22.463 -4.258 24.567 0.03 -0.108 -0.026
Si -24.671 5.403 23.761 0.068 -0.021 -0.033
Si -15.517 -0.154 -4.789 -0.137 0.037 0.069
Si -18.851 -7.396 26.017 0.053 -0.11 -0.006
Si -5.157 -4.606 -6.24 -0.11 0.044 -0.005
Si -9.748 -7.195 -5.902 0.045 -0.105 0.032
Si -15.868 2.514 -6.474 -0.034 0.056 0.07
Si -14.557 -5.025 -4.695 0.087 -0.057 0.073
Si -8.498 -0.827 -5.986 0.031 -0.037 -0.013
Si -5.549 2.379 23.851 -0.079 -0.073 0.032
Si -11.385 -0.472 23.838 -0.108 0.143 -0.182
Si -7.49 4.578 24.572 -0.054 -0.001 -0.264
Si -5.098 -2.859 24.098 -0.21 0.009 -0.017
Si -8.671 8 24.066 -0.018 0.075 -0.107
Si 6.057 -3.32 -5.053 0.053 0.071 -0.063
Si 8.288 0.103 24.198 -0.023 -0.01 -0.047
Si 3.793 -7.316 -6.78 0.086 0.106 -0.004
Si -2.301 5.525 23.714 0.09 0.074 -0.116
Si 1.038 -0.773 24.477 -0.018 0.053 -0.157
Si 3.373 -2.658 -1.896 0.009 -0.053 0.089
Si -2.958 0.313 -5.925 0.075 0.034 0.038
Si 1.691 3.271 26.057 0.012 0.075 -0.201
Si 1.165 0.763 -4.372 0.001 -0.008 0.097
Si 7.935 5.482 23.893 0.034 0.068 -0.159
Si 2.652 4.54 -5.374 -0.042 0.034 0.122
Si 8.252 1.762 -4.468 -0.076 0.07 -0.046
Si 5.808 0.874 26.064 -0.017 -0.029 0.066
Si 17.096 7.332 -6.903 -0.015 0.006 0.023
Si 2.958 7.777 24.417 -0.019 -0.145 -0.083
Si 10.808 7.928 -6.408 -0.019 0.018 0.058
Si 8.093 3.302 -1.988 0.116 -0.065 -0.014
Si 11.103 2.076 -4.103 0.066 0.144 0.066
Si 12.603 6.859 25.949 0.032 0.005 -0.081
Si 9.022 -5.218 -3.216 0.007 -0.025 0.083
Si 13.584 -6.826 24.544 -0.14 -0.222 0.047
Si 12.459 6.604 -4.075 -0.108 -0.061 0.106
Si 21.779 2.404 -6.231 0.012 -0.137 -0.066
Si 3.181 1.325 24.595 0.049 0.029 -0.053
Si 16.991 0.722 -3.904 0.119 -0.024 0.087
Si 20.906 0.303 24.546 0.266 0.023 -0.034
Si 12.442 -5.852 -5.929 0.001 0.01 -0.054
Si 14.517 -5.336 -2.08 -0.021 0.129 0.075
Si 21.71 -3.239 -5.463 -0.022 -0.032 -0.063
Si 16.647 -2.193 -6.307 0.065 -0.021 0.098
Si 22.001 -0.445 -5.216 0.043 0.015 0.06
Si 25.352 -7.158 -6.97 0.007 -0.022 0.028
Si 23.548 -6.957 -3.021 -0.064 -0.011 0.13
Si 31.701 -1.131 25.862 -0.07 0.089 -0.015
Si 23.069 4.631 -4.548 0.089 0.201 -0.019
Si 26.469 -4.64 -5.965 0.223 -0.045 0.042
Si 24.23 6.451 -6.993 0.033 0.009 0.008
Si 31.362 -3.851 24.581 -0.06 -0.046 -0.095
Si 26.746 7.476 24.099 -0.014 0.032 -0.115
Si 26.077 -3.896 24.588 0.151 0.017 -0.13
Si 28.645 -4.968 25.48 -0.054 -0.076 0.006
Si 20.136 7.033 24.701 0.071 -0.092 -0.095
Si -31.163 3.962 -3.059 -0.028 0.026 0.079
Si -27.398 6.651 24.475 -0.093 -0.086 -0.046
Si 30.655 -7.359 -6.755 0.132 0.136 -0.081
Si -28.585 5.838 -3.201 -0.028 0.104 0.155
Si 30.368 4.179 25.931 0.026 0.049 0.107
Si -32.224 1.484 -4.559 -0.089 0.03 0.147
Si -31.197 -4.296 25.731 0.078 -0.043 0.078
Si -24.477 5.342 -2.37 -0.06 0.078 0.157
Si -21.463 0.726 -2.375 -0.044 0.068 -0.036
Si -19.98 0.697 -6.507 0.143 -0.022 -0.002
Si -25.546 6.766 -7.01 0.013 -0.022 -0.123
Si -21.663 2.435 23.847 -0.068 -0.021 -0.1
Si -28.155 7.564 -5.707 -0.066 -0.002 0.026
Si -15.376 1.783 23.217 0.116 -0.057 -0.247
Si -19.101 7.704 -2.275 -0.025 0.066 0.1
Si -19.048 -3.338 -2.563 0.121 0.051 0.039
Si -23.797 6.868 -4.717 -0.095 0.081 0.12
Si -19.7 -5.333 23.977 0.059 -0.016 -0.166
Si -12.819 -6.68 -6.435 -0.096 0.028 -0.106
Si -14.25 -1.631 24.603 -0.039 0.004 -0.038
Si -9.738 6.744 -4.179 -0.019 0.11 0.01
Si -14.443 -7.937 -4.449 -0.015 0.075 -0.033
Si -17.135 7.263 -4.469 -0.06 -0.089 0.042
Si -12.734 -4.13 24.816 -0.03 -0.071 -0.054
Si -16.502 7.853 24.097 0.002 0.016 -0.077
Si -10.163 3.461 24.737 -0.029 -0.085 -0.09
Si -7.063 5.684 -2.832 -0.101 0.112 0.198
Si -6.432 -2.365 -4.727 -0.071 -0.176 -0.03
Si -11.887 4.383 -4.32 -0.098 -0.007 0.205
Si 0.027 -1.487 -2.713 0.133 -0.023 0.082
Si -5.352 2.19 -5.36 -0.052 0.037 -0.144
Si 4.997 -6.025 -4.204 -0.128 -0.11 -0.05
Si 0.732 -6.75 -6.875 -0.019 -0.036 0.017
Si -2.917 -5.178 23.913 0.022 -0.04 -0.193
Si -9.925 -5.021 -4.086 0.109 0.099 0.014
Si -1.32 3.836 -7.007 -0.016 0.037 -0.045
Si -1.411 1.909 -3.509 -0.19 -0.154 0.1
Si -0.33 3.092 23.718 0.036 -0.028 -0.136
Si -2.622 -8.038 -2.22 0.072 0.028 0.061
Si 2.439 -6.499 -2.82 -0.068 0.025 -0.016
Si -1.245 -7.68 -4.858 -0.091 0.01 0.057
Si 1.764 -5.902 25.575 0.04 -0.033 0.002
Si 3.827 0.394 -2.705 -0.084 -0.035 0.058
Si 6.254 7.518 -3.869 -0.077 -0.006 0.126
Si 1.702 4.613 -2.773 -0.031 -0.058 0.03
Si 8.257 -7.971 -1.787 0.045 0.081 0.059
Si 2.755 -3.093 25.572 0.172 -0.035 -0.121
Si 5.129 -3.308 23.757 -0.001 -0.037 -0.074
Si 14.684 0.086 -5.426 -0.084 -0.028 -0.004
Si 18.643 2.675 -2.287 0.125 0.007 0.088
Si 12.708 2.022 -6.544 -0.018 0.096 -0.042
Si 14.113 4.113 -4.725 -0.234 -0.031 0.011
Si 6.117 -0.422 -4.545 0.025 -0.057 0.096
Si 8.302 -2.786 -1.725 -0.035 -0.006 0.077
Si 18.998 -0.323 -5.918 -0.085 -0.027 -0.112
Si 22.237 5.712 -2.003 -0.097 -0.011 0.081
Si 13.282 2.682 -2.112 -0.016 -0.047 0.222
Si 16.398 -4.285 -4 0.096 0.081 -0.021
Si 13.553 -8.064 -1.827 -0.01 -0.012 0.181
Si 17.597 -1.956 -2.564 -0.061 0.1 0.071
Si 28.961 4.726 -6.741 -0.03 0.038 0.089
Si 25.788 4.283 -3.845 0.103 -0.063 0.079
Si 26.211 3.528 -6.946 -0.101 -0.006 -0.047
Si 25.048 6.932 -2.531 0.079 -0.089 -0.041
Si 18.525 -6.04 -3.088 -0.097 -0.048 0.098
Si 20.762 -7.341 -4.56 -0.019 0.098 0.026
Si 32.501 -0.673 -2.278 0.005 -0.021 -0.002
Si 26.385 -2.148 -1.988 0.059 0.047 0.221
Si 29.518 2.892 -1.982 0.031 -0.04 0.037
Si 29.812 -8.116 -2.132 0.028 0.051 0.089
Si -32.643 6.358 -4.255 0.073 0.13 -0.031
Si 31.089 -3.374 -2.838 0.024 0.109 0.145
Si 26.985 1.681 -2.494 -0.047 0.093 0.015
Si 31.222 1.554 24.734 -0.033 -0.069 0.001
Si -27.484 -5.851 -4.967 0.063 0.009 0.082
Si 29.632 6.965 -4.747 -0.053 -0.072 -0.035
Si 24.64 -6.52 24.456 0.044 -0.036 -0.207
Si -27.325 1.359 -3.218 0.076 0.016 0.067
Si -24.392 -2.942 -2.375 -0.003 0.013 0.089
Si -32.647 -7.319 -2.776 -0.012 -0.057 0.068
Si -22.636 -1.345 -4.489 -0.023 -0.026 0.157
Si -25.417 -5.717 -2.77 0.056 0.021 0.021
Si -29.121 -3.932 -3.109 0.09 -0.001 0.071
Si -21.265 -3.342 -6.557 -0.158 0.174 0.016
Si -23.137 -6.42 -4.387 0.034 0.058 -0.038
Si -17.202 4.19 -4.212 -0.01 0.019 -0.003
Si -32.217 5.009 24.749 0.117 0.039 -0.185
Si -12.411 1.796 -3.155 -0.004 -0.04 0.071
Si -20.22 -5.436 -4.499 -0.035 0.079 0.053
Si -27.372 3.79 -4.736 0.076 -0.057 -0.017
Si -16.71 0.171 -2.129 0.013 -0.042 -0.063
Si -18.267 -0.961 -4.34 -0.027 0.041 0.049
Si -13.214 8.117 -1.808 -0.069 -0.021 0.081
Si -8.06 2.886 -1.992 0.028 0.097 0.164
Si -19.965 3.484 -3.027 -0.084 -0.026 0.141
Si -14.355 3.872 -2.886 0.024 0.015 0.056
Si -13.41 -3.169 -2.349 0.002 -0.049 0.023
Si -4.402 6.587 -4.17 0.011 0.008 0.05
Si -7.501 3.517 -6.899 0.08 0.11 0.026
Si -4.099 -7.481 -6.166 0.027 0.046 -0.032
Si -10.645 -2.737 -5.912 0.05 -0.124 -0.03
Si -8.181 -3.047 -2.278 -0.04 -0.003 0.143
Si -3.123 3.879 -4.717 -0.027 0.025 -0.025
Si -8.194 1.851 -4.671 0.063 0.072 -0.081
Si -10.604 -7.183 -2.313 0.141 0.005 0.03
Si -2.594 -2.584 -2.148 -0.091 -0.016 0.148
Si 1.499 -3.829 -3.879 -0.02 -0.021 0.107
Si -3.567 -2.51 -4.927 0.003 -0.011 0.007
Si 1.289 -1.303 5.467 -0.003 0.006 0.002
Si 4.024 1.389 5.437 -0.012 0.007 -0.011
Si 1.352 4.077 5.456 0.002 0.004 -0.002
Si 4.052 6.804 5.511 0.022 0.012 0.004
Si 1.292 9.547 5.535 -0.001 0.003 0.001
Si 4.023 12.292 5.589 -0.009 -0.009 -0.003
Si 6.756 -1.277 5.557 -0.026 0.014 -0.017
Si 9.484 1.406 5.557 -0.009 0.002 -0.008
Si 6.748 4.072 5.533 -0.003 0.025 -0.001
Si 9.516 6.754 5.623 0.011 -0.007 -0.001
Si 6.731 9.541 5.631 0.004 0.015 0.022
Si 9.508 -4.04 5.664 -0.012 -0.009 0.018
Si 12.2 -1.302 5.616 -0.021 0.001 0.005
Si 14.91 1.414 5.562 -0.021 -0.004 0.001
Si 12.204 4.092 5.545 0.021 0.011 0.005
Si 14.985 6.819 5.532 0.015 -0.014 0.006
Si 12.286 -6.816 5.636 0.008 -0.003 0.008
Si 15.009 -4.065 5.569 0.013 -0.015 0.005
Si 17.626 -1.304 5.491 -0.015 -0.003 0.001
Si 20.337 1.443 5.466 -0.014 -0.007 0.011
Si 17.639 4.176 5.505 -0.011 0.012 0.005
Si 20.356 6.889 5.43 -0.008 -0.002 -0.007
Si 17.665 -6.76 5.481 0.003 -0.009 -0.009
Si 20.374 -4.014 5.471 0.011 -0.008 0.004
Si 23.051 -1.298 5.469 -0.019 0.001 0.009
Si 25.796 1.435 5.394 -0.009 -0.011 -0.004
Si 23.059 4.157 5.417 0.009 0.015 0
Si 25.797 6.858 5.424 0.002 -0.001 0.012
Si 23.059 -6.718 5.425 0.003 0.01 0.006
Si 25.823 -4.005 5.44 -0.001 0.001 0.01
Si 28.548 -1.3 5.335 -0.016 -0.01 -0.012
Si 31.306 1.352 5.303 0.01 -0.006 0
Si 28.529 4.114 5.37 0.004 0.005 0.001
Si 31.326 6.806 5.34 -0.006 -0.009 0
Si 28.552 -6.767 5.429 0 0.016 0.014
Si 31.328 -4.039 5.332 -0.006 0.003 0.003
Si 34.04 -1.371 5.218 0.008 -0.016 -0.008
Si -28.486 1.328 5.213 0.002 -0.002 0.01
Si 34.057 4.036 5.292 0.003 -0.004 0.009
Si -28.528 6.767 5.276 -0.015 -0.011 0.009
Si 34.041 -6.803 5.257 -0.003 -0.014 0.002
Si -28.514 12.228 5.189 -0.001 0.004 0.003
Si -25.778 -1.396 5.207 0.002 0.008 -0.005
Si -23.051 1.287 5.268 0.005 0.011 0.004
Si -25.797 4.034 5.244 0.001 0.005 -0.001
Si -23.091 6.747 5.294 -0.004 0.018 -0.01
Si -25.785 9.495 5.261 -0.017 -0.006 0.002
Si -23.049 12.184 5.224 -0.011 -0.004 -0.011
Si -20.353 -1.436 5.299 0.007 0.015 0.004
Si -17.63 1.235 5.335 -0.011 0.005 0.007
Si -20.336 3.992 5.33 0.003 0.017 0.004
Si -17.678 6.759 5.392 0.011 0.021 0.006
Si -20.363 9.477 5.317 0.012 0.01 0.004
Si -17.636 12.164 5.353 0.003 0.002 -0.001
Si -14.928 -1.444 5.381 0.007 0.022 0
Si -12.213 1.246 5.456 0.016 -0.006 0.02
Si -14.943 3.981 5.425 -0.003 -0.01 0
Si -12.202 6.697 5.409 0.015 0.004 0
Si -14.953 9.454 5.421 0.001 0.002 0.012
Si -12.215 12.169 5.392 0.009 -0.017 -0.003
Si -9.543 -1.425 5.428 -0.007 0.004 0.01
Si -6.792 1.279 5.449 0.004 0.006 0.014
Si -9.525 4.005 5.47 -0.002 0.001 0.011
Si -6.779 6.741 5.477 -0.007 -0.018 0.001
Si -9.504 9.46 5.417 -0.01 0.008 0.006
Si -6.798 12.159 5.447 0.012 -0.015 0.003
Si -4.094 -1.393 5.482 0 0 0.002
Si -1.36 1.355 5.467 -0.003 0.001 -0.007
Si -4.086 4.047 5.45 -0.004 -0.002 0.006
Si -1.372 6.77 5.478 -0.004 -0.026 0.002
Si -4.069 -6.802 5.483 -0.002 0.019 0.006
Si -1.367 -4.039 5.427 0.007 -0.004 -0.004
Si 2.681 0.032 6.828 -0.007 -0.005 -0.011
Si 5.376 2.718 6.867 0.006 0 -0.014
Si 2.691 5.434 6.855 0.01 -0.01 -0.014
Si 5.383 8.146 6.933 -0.002 -0.001 -0.007
Si 2.668 10.89 6.902 0.001 0.001 0
Si 5.41 -2.668 6.91 0.002 -0.009 -0.001
Si 8.128 0.052 6.925 -0.002 0.001 -0.003
Si 10.856 2.745 6.925 -0.002 -0.01 -0.013
Si 8.118 5.408 6.932 0.006 -0.01 -0.008
Si 10.89 -8.18 6.951 0.01 -0.009 -0.006
Si 8.121 -5.417 6.962 -0.005 0.007 0.004
Si 10.87 -2.669 6.986 -0.003 0.003 0.004
Si 13.579 0.051 6.945 0.009 -0.012 -0.003
Si 16.286 2.8 6.874 0 0.005 -0.008
Si 13.591 5.466 6.881 -0.009 -0.001 -0.013
Si 16.326 -8.116 6.876 -0.004 0.004 -0.01
Si 13.628 -5.405 6.941 0.003 0.009 -0.01
Si 16.33 -2.671 6.907 0.001 -0.007 -0.004
Si 18.998 0.064 6.834 0.003 0.002 -0.009
Si 21.719 2.796 6.8 0.007 0.006 -0.004
Si 19.02 5.529 6.834 -0.001 0.008 -0.009
Si 21.72 -8.086 6.799 0.003 0.007 -0.01
Si 19.021 -5.387 6.833 -0.002 0.008 -0.009
Si 21.721 -2.663 6.837 0.014 -0.002 0.001
Si 24.448 0.073 6.769 0.005 0.002 -0.002
Si 27.182 2.767 6.745 -0.001 0.007 -0.006
Si 24.439 5.496 6.775 0.002 0.01 -0.007
Si 27.19 -8.129 6.767 0.004 -0.005 0.002
Si 24.447 -5.375 6.774 0.001 -0.001 -0.004
Si 27.214 -2.648 6.742 0.014 -0.004 0.006
Si 29.945 0.019 6.688 0.007 -0.002 -0.012
Si 32.675 2.708 6.653 0.002 0.009 0.005
Si 29.936 5.463 6.69 -0.004 0.001 0.005
Si 32.699 -8.148 6.661 0.006 0 0
Si 29.948 -5.383 6.706 -0.009 0.007 -0.004
Si 32.716 -2.702 6.655 -0.009 -0.01 0.003
Si -29.867 -0.016 6.577 -0.011 0.011 0.004
Si -27.144 2.675 6.61 -0.002 -0.001 0.003
Si -29.878 5.416 6.646 -0.003 0.008 0.003
Si -27.141 8.123 6.62 0.01 -0.007 0.001
Si -29.857 10.878 6.595 -0.006 0.003 -0.001
Si -27.148 -2.748 6.573 -0.007 0.008 -0.002
Si -24.428 -0.063 6.615 0.001 -0.006 0.003
Si -21.727 2.651 6.668 0.007 -0.008 0
Si -24.448 5.383 6.64 -0.005 -0.001 0
Si -21.734 8.111 6.662 -0.01 0.007 -0.003
Si -24.422 10.852 6.616 -0.002 0.001 -0.006
Si -21.722 -2.792 6.645 0.006 -0.008 -0.009
Si -19.003 -0.097 6.698 0.016 -0.013 0.003
Si -16.322 2.619 6.745 -0.012 0.004 -0.006
Si -19.012 5.358 6.724 0.003 -0.017 -0.005
Si -16.311 8.093 6.767 -0.017 0.009 0.001
Si -19.003 10.809 6.706 0.006 -0.006 0.006
Si -16.298 -2.796 6.736 -0.001 -0.005 -0.002
Si -13.594 -0.102 6.788 0.016 -0.008 0.001
Si -10.887 2.643 6.816 -0.011 0.003 -0.003
Si -13.572 5.344 6.774 0.002 -0.005 -0.008
Si -10.87 8.088 6.771 0.004 0.002 -0.007
Si -13.591 10.825 6.762 -0.011 0.003 -0.003
Si -10.888 -2.792 6.789 -0.01 0 -0.001
Si -8.18 -0.064 6.799 0.006 0.005 -0.01
Si -5.458 2.68 6.802 0 0.001 -0.014
Si -8.163 5.382 6.816 0.005 0.003 -0.006
Si -5.441 8.137 6.823 -0.001 0 -0.005
Si -8.173 10.82 6.807 -0.012 0 -0.002
Si -5.458 -2.776 6.815 0.008 -0.006 -0.006
Si -2.738 -0.008 6.822 0 0.002 -0.008
Si -0.013 2.724 6.828 0.006 0.004 -0.004
Si -2.742 5.412 6.828 0.003 0.009 -0.01
Si -0.053 8.155 6.864 0.002 0.008 -0.007
Si -2.724 -5.411 6.817 -0.003 0 -0.01
Si -0.038 -2.696 6.833 0.003 0.005 -0.013
Si 1.333 1.377 8.207 0.012 0.018 -0.006
Si 4.047 4.092 8.236 0.003 0.018 -0.003
Si 1.325 6.799 8.213 -0.002 -0.003 -0.009
Si 4.029 9.527 8.265 0 -0.006 -0.003
Si 1.307 -4.056 8.224 0.002 -0.007 -0.005
Si 4.028 -1.318 8.232 0.006 0.006 -0.006
Si 6.753 1.396 8.263 -0.008 -0.012 -0.001
Si 9.497 4.083 8.297 -0.01 0.004 0
Si 6.776 6.801 8.275 0.002 0.007 -0.004
Si 9.518 -6.788 8.278 0.005 0.016 -0.007
Si 6.764 -4.036 8.283 0.001 -0.006 0.001
Si 9.487 -1.307 8.301 -0.003 -0.01 -0.002
Si 12.218 1.401 8.299 -0.009 -0.002 -0.001
Si 14.939 4.127 8.264 -0.007 -0.003 0.001
Si 12.255 6.801 8.293 -0.002 -0.003 0.003
Si 14.98 -6.774 8.273 0.001 0.001 -0.001
Si 12.255 -4.045 8.295 0.008 0.005 0.002
Si 14.95 -1.327 8.268 -0.015 -0.005 0
Si 17.649 1.418 8.212 -0.007 -0.011 -0.006
Si 20.372 4.148 8.175 0.001 0.007 -0.002
Si 17.674 6.855 8.236 0.005 0.004 0
Si 20.375 -6.746 8.19 -0.001 -0.003 -0.001
Si 17.689 -4.037 8.238 0.007 0.012 0.004
Si 20.365 -1.297 8.189 0.001 -0.014 -0.003
Si 23.093 1.426 8.137 0.006 -0.009 -0.007
Si 25.823 4.127 8.104 0.001 -0.003 -0.006
Si 23.09 6.861 8.137 0.005 -0.013 -0.001
Si 25.825 -6.75 8.103 0.004 0.006 -0.005
Si 23.099 -4.029 8.159 -0.007 -0.001 -0.003
Si 25.835 -1.298 8.095 0.003 -0.001 -0.006
Si 28.582 1.391 8.049 0.004 0.002 -0.016
Si 31.319 4.087 8.011 0.003 0.007 -0.006
Si 28.579 6.817 8.068 -0.012 -0.006 -0.001
Si 31.326 -6.782 8.014 -0.008 -0.002 -0.016
Si 28.584 -4.032 8.065 0.005 0.003 0.003
Si 31.328 -1.355 8.013 -0.013 -0.011 -0.003
Si -31.221 1.335 7.971 -0.008 -0.006 -0.007
Si -28.498 4.046 7.977 -0.005 0.006 -0.003
Si -31.225 6.794 8.005 -0.007 -0.003 0.007
Si -28.503 9.506 7.966 -0.005 0 -0.011
Si -31.206 -4.087 7.986 0.005 0.016 -0.002
Si -28.502 -1.379 7.943 -0.005 -0.004 -0.013
Si -25.783 1.315 7.976 0.002 0.007 -0.005
Si -23.088 4.024 8.016 -0.009 -0.005 -0.007
Si -25.792 6.761 7.994 0.004 0.004 0
Si -23.087 9.482 8.009 0.003 -0.01 0
Si -25.792 -4.102 7.961 0.016 0.006 -0.005
Si -23.082 -1.419 7.998 -0.009 -0.007 -0.006
Si -20.366 1.291 8.04 0.004 0.014 -0.007
Si -17.665 4 8.099 0.007 0.009 0.008
Si -20.387 6.741 8.048 0.002 0 -0.01
Si -17.668 9.459 8.106 0.012 0.003 0.004
Si -20.373 -4.139 8.04 0.003 -0.002 -0.003
Si -17.662 -1.439 8.092 -0.006 -0.003 0.001
Si -14.958 1.278 8.126 0.003 -0.003 -0.001
Si -12.244 4.002 8.171 0.014 -0.003 0.003
Si -14.945 6.72 8.114 -0.011 -0.003 -0.003
Si -12.242 9.452 8.125 -0.001 0.004 -0.005
Si -14.953 -4.144 8.125 0.011 0.009 0
Si -12.248 -1.446 8.163 -0.006 0.007 0.007
Si -9.527 1.294 8.176 0.003 0.011 0.004
Si -6.817 4.029 8.177 0.003 -0.004 0.005
Si -9.531 6.746 8.163 -0.003 0 -0.001
Si -6.823 9.476 8.181 0.001 0.004 -0.002
Si -9.536 -4.138 8.162 -0.005 -0.004 0.001
Si -6.83 -1.416 8.171 -0.011 -0.008 0.001
Si -4.108 1.338 8.18 0.01 0.005 0.002
Si -1.386 4.064 8.193 -0.001 -0.001 -0.002
Si -4.1 6.776 8.189 -0.001 -0.008 0
Si -1.406 -6.79 8.206 0.006 -0.005 0.001
Si -4.104 -4.098 8.199 -0.001 -0.001 0.002
Si -1.401 -1.36 8.202 -0.001 -0.004 0.002
Si -0.038 0.006 9.553 0.005 -0.01 -0.007
Si 2.685 2.728 9.584 0.003 -0.009 0.001
Si -0.042 5.436 9.561 0 -0.001 -0.005
Si 2.674 8.153 9.602 0.006 0.006 -0.006
Si -0.049 -5.431 9.574 0.004 0.005 -0.004
Si 2.678 -2.702 9.578 0.001 -0.003 -0.007
Si 5.404 0.015 9.605 -0.008 -0.003 0.001
Si 8.133 2.727 9.641 0 0.002 -0.002
Si 5.412 5.438 9.618 0.005 -0.012 0.003
Si 8.152 -8.151 9.623 0.001 -0.017 -0.004
Si 5.406 -5.425 9.611 0.001 0.002 0.007
Si 8.141 -2.692 9.642 -0.01 0.006 0.006
Si 10.864 0.036 9.659 -0.008 0 0.001
Si 13.591 2.765 9.638 0 0.01 -0.005
Si 10.876 5.45 9.639 0.005 -0.004 -0.002
Si 13.612 -8.132 9.629 -0.002 0.003 -0.004
Si 10.884 -5.419 9.632 0.004 0 0.003
Si 13.605 -2.681 9.649 0.003 -0.001 0.01
Si 16.311 0.053 9.6 -0.003 -0.004 -0.005
Si 19.021 2.783 9.55 0.005 0.005 -0.007
Si 16.31 5.495 9.604 -0.002 0.01 -0.007
Si 19.029 -8.097 9.577 -0.006 -0.002 -0.002
Si 16.329 -5.391 9.614 0 -0.007 -0.004
Si 19.036 -2.662 9.578 0.007 -0.005 0.005
Si 21.747 0.065 9.514 0.004 0.006 0.002
Si 24.471 2.775 9.475 0.005 0.008 0.003
Si 21.742 5.506 9.516 -0.001 0.003 0.001
Si 24.473 -8.106 9.474 0.001 0.009 0
Si 21.747 -5.384 9.529 0.008 0.004 0.001
Si 24.484 -2.659 9.47 0.001 -0.007 0.005
Si 27.223 0.048 9.426 0.003 -0.005 0.004
Si 29.958 2.744 9.385 -0.001 0.002 0.004
Si 27.214 5.475 9.433 0.01 0.001 0.006
Si 29.963 -8.135 9.385 -0.005 0.005 0.005
Si 27.217 -5.392 9.422 0.001 0.005 0.001
Si 29.973 -2.697 9.395 -0.013 -0.011 0.008
Si -32.58 0.002 9.352 0.003 0.006 0.004
Si -29.863 2.694 9.333 -0.008 -0.001 -0.001
Si -32.592 5.442 9.36 -0.011 0.011 0.009
Si -29.855 8.155 9.347 0.001 -0.008 0.004
Si -32.574 -5.435 9.356 -0.005 -0.001 -0.001
Si -29.846 -2.724 9.332 0.008 -0.003 0.006
Si -27.151 -0.034 9.332 -0.003 -0.001 0.001
Si -24.444 2.666 9.371 0.001 -0.003 0.009
Si -27.147 5.402 9.351 0.004 0.001 0.001
Si -24.435 8.113 9.367 -0.007 0.002 0.004
Si -27.141 -5.461 9.334 0.002 0 -0.002
Si -24.445 -2.765 9.359 -0.003 0.005 0.006
Si -21.736 -0.068 9.389 0.002 -0.013 -0.001
Si -19.032 2.641 9.444 -0.001 0.001 0.007
Si -21.738 5.376 9.405 -0.009 0.006 0.002
Si -19.032 8.085 9.44 0.008 0.006 -0.003
Si -21.732 -5.498 9.397 -0.001 0.003 0.003
Si -19.027 -2.797 9.437 0.006 -0.002 0.006
Si -16.321 -0.081 9.48 -0.002 0.002 -0.002
Si -13.613 2.638 9.511 -0.005 0.011 -0.001
Si -16.308 5.358 9.469 0.003 -0.022 0.007
Si -13.602 8.091 9.488 0.004 0.001 -0.002
Si -16.315 -5.509 9.478 -0.011 -0.001 0.006
Si -13.617 -2.794 9.517 0.005 -0.003 0.004
Si -10.901 -0.068 9.524 -0.006 -0.006 -0.006
Si -8.185 2.675 9.535 0.006 0.002 -0.002
Si -10.893 5.383 9.522 -0.009 -0.005 0.003
Si -8.194 8.118 9.533 -0.004 -0.008 -0.006
Si -10.909 -5.5 9.509 0.003 0.001 0.001
Si -8.197 -2.767 9.536 -0.001 -0.005 0.002
Si -5.482 -0.03 9.53 0.007 0.014 -0.009
Si -2.758 2.704 9.543 0.006 0.006 -0.001
Si -5.475 5.411 9.535 -0.008 0.004 -0.003
Si -2.768 8.158 9.555 -0.01 0.011 -0.003
Si -5.482 -5.463 9.543 0.004 -0.008 -0.001
Si -2.766 -2.72 9.56 0 0 -0.003
Si 1.311 -1.349 10.923 0.005 0.006 -0.01
Si 4.046 1.374 10.951 0.009 0.008 0.001
Si 1.315 4.083 10.93 0.004 0.009 -0.005
Si 4.049 6.804 10.965 0.001 0.004 0.001
Si 1.315 9.53 10.937 -0.001 -0.013 -0.006
Si 4.045 -4.054 10.948 -0.012 -0.001 0.002
Si 6.774 -1.332 10.98 -0.01 -0.003 0.003
Si 9.501 1.387 11.018 -0.014 -0.002 0.003
Si 6.783 4.094 10.988 0.003 0.009 0.007
Si 9.526 -9.494 10.986 0.008 0.002 0.002
Si 6.788 -6.78 10.964 0.01 0.01 -0.002
Si 9.523 -4.053 10.986 -0.002 0.001 -0.001
Si 12.235 -1.329 11.008 -0.004 -0.006 0.002
Si 14.957 1.399 10.981 -0.007 -0.004 -0.001
Si 12.237 4.11 11.012 -0.008 -0.005 0.006
Si 14.965 -9.478 10.996 0.002 0.003 0.005
Si 12.254 -6.772 10.99 0.007 -0.007 -0.002
Si 14.97 -4.044 10.993 0.004 -0.003 0.002
Si 17.672 -1.315 10.949 -0.002 -0.001 -0.002
Si 20.39 1.415 10.888 0.003 -0.005 -0.003
Si 17.674 4.127 10.942 -0.01 -0.008 0.004
Si 20.395 -9.468 10.904 0.004 0.002 0.003
Si 17.683 -6.75 10.966 0.004 0.002 0.004
Si 20.402 -4.029 10.912 0.004 0.004 0.006
Si 23.125 -1.306 10.842 0.003 -0.004 0
Si 25.858 1.404 10.791 0.001 0 0
Si 23.113 4.132 10.841 0.005 -0.002 0.003
Si 25.858 -9.478 10.793 0.007 -0.009 -0.005
Si 23.122 -6.754 10.853 -0.008 -0.005 0.005
Si 25.859 -4.035 10.791 0.005 0.001 -0.003
Si 28.601 -1.336 10.742 0.018 -0.003 -0.007
Si 31.339 1.37 10.706 -0.007 0 -0.002
Si 28.597 4.103 10.751 -0.01 -0.003 -0.008
Si 31.332 -9.511 10.719 -0.006 -0.004 -0.002
Si 28.598 -6.769 10.74 -0.017 0.006 -0.006
Si 31.345 -4.077 10.72 -0.005 0.004 0
Si -31.207 -1.362 10.695 -0.004 -0.014 -0.001
Si -28.504 1.336 10.698 0 -0.001 -0.007
Si -31.22 4.062 10.69 0.002 0 -0.002
Si -28.501 6.778 10.701 0.006 0.005 0.001
Si -31.216 9.517 10.71 -0.008 0.01 -0.003
Si -28.492 -4.086 10.696 -0.003 0.008 -0.001
Si -25.8 -1.392 10.71 0.008 -0.004 -0.007
Si -23.092 1.304 10.747 -0.007 0.008 -0.003
Si -25.798 4.042 10.726 -0.011 0.009 -0.002
Si -23.092 6.749 10.755 0 0.007 -0.001
Si -25.792 9.489 10.706 0.008 -0.009 -0.005
Si -23.096 -4.126 10.74 -0.004 -0.003 -0.002
Si -20.39 -1.424 10.776 0.004 0.002 -0.006
Si -17.683 1.286 10.829 -0.002 0.003 -0.001
Si -20.387 4.016 10.792 0 -0.001 0.004
Si -17.675 6.726 10.814 0.009 -0.004 -0.005
Si -20.387 9.462 10.784 -0.003 -0.008 -0.005
Si -17.683 -4.15 10.827 0.001 0 0.001
Si -14.978 -1.432 10.871 0.001 0.003 0.007
Si -12.262 1.286 10.89 0.002 -0.003 0.005
Si -14.968 4.007 10.861 0 0.007 0.003
Si -12.256 6.742 10.878 0.015 -0.012 0
Si -14.965 9.447 10.85 0.003 0.004 -0.001
Si -12.27 -4.151 10.885 -0.014 -0.001 0.006
Si -9.561 -1.418 10.905 0.001 0.012 0.005
Si -6.839 1.324 10.904 -0.007 -0.001 0
Si -9.547 4.03 10.898 0.009 0.002 0.007
Si -6.85 6.759 10.896 0.006 0.006 0.003
Si -9.56 9.477 10.889 -0.009 0.007 -0.001
Si -6.85 -4.112 10.911 0.003 -0.003 0.005
Si -4.136 -1.37 10.917 0.007 -0.011 0.011
Si -1.412 1.351 10.914 0.002 0.008 -0.002
Si -4.124 4.058 10.899 0.007 -0.001 0
Si -1.41 6.798 10.912 0.011 0.005 -0.003
Si -4.142 9.503 10.914 -0.008 -0.007 0.005
Si -1.417 -4.075 10.927 -0.001 -0.008 0.004
Si 2.677 0 12.282 -0.009 -0.008 -0.008
Si 5.424 2.708 12.319 -0.021 -0.01 -0.005
Si 2.681 5.427 12.301 -0.01 -0.007 -0.004
Si 5.427 8.174 12.311 0.005 -0.003 -0.001
Si 2.681 10.899 12.29 0.005 0 -0.006
Si 5.417 -2.707 12.318 0.011 0.002 0
Si 8.143 0.008 12.359 0.004 -0.004 -0.001
Si 10.881 2.746 12.37 0.003 0.01 -0.006
Si 8.166 5.459 12.33 0.005 -0.001 -0.003
Si 10.898 -8.135 12.348 0 0.009 -0.009
Si 8.162 -5.426 12.328 0.001 -0.005 -0.004
Si 10.881 -2.702 12.367 -0.001 -0.004 0.002
Si 13.607 0.035 12.354 0.003 0.003 -0.001
Si 16.325 2.769 12.323 0.004 0.001 -0.008
Si 13.601 5.484 12.361 -0.004 -0.003 -0.007
Si 16.323 -8.102 12.342 -0.002 0.001 -0.004
Si 13.608 -5.406 12.356 -0.005 0 -0.002
Si 16.334 -2.678 12.339 -0.005 0.002 0.004
Si 19.043 0.058 12.273 0.003 -0.002 0
Si 21.763 2.778 12.221 0 0.005 0.001
Si 19.042 5.498 12.282 0.004 0.008 -0.004
Si 21.762 -8.097 12.234 -0.002 -0.008 -0.001
Si 19.051 -5.379 12.299 -0.012 0 0.001
Si 21.777 -2.657 12.231 0.006 -0.004 0.007
Si 24.508 0.053 12.168 0.006 0.007 0.002
Si 27.234 2.764 12.12 0.019 0.006 0.013
Si 24.492 5.497 12.16 0.002 0.007 0.003
Si 27.246 -8.119 12.115 0.004 0.011 -0.004
Si 24.507 -5.387 12.168 -0.001 0 0.001
Si 27.241 -2.68 12.115 -0.005 -0.009 -0.003
Si 29.986 0.014 12.066 -0.019 -0.002 0.004
Si 32.703 2.718 12.062 -0.007 0.002 0.007
Si 29.976 5.455 12.087 -0.006 0.014 0.001
Si 32.703 -8.164 12.069 -0.003 -0.003 0
Si 29.977 -5.424 12.083 -0.006 -0.012 0.005
Si 32.719 -2.718 12.054 -0.004 -0.005 0.005
Si -29.858 -0.007 12.07 -0.001 0.002 0.001
Si -27.161 2.689 12.081 0.003 -0.003 0.006
Si -29.859 5.411 12.049 -0.012 0 -0.001
Si -27.142 8.131 12.066 0.003 0.007 0.002
Si -29.852 10.884 12.056 0.017 0.008 0.002
Si -27.151 -2.734 12.083 0.013 -0.001 0.004
Si -24.46 -0.047 12.104 -0.012 -0.012 0
Si -21.747 2.648 12.141 -0.008 -0.007 0.007
Si -24.447 5.386 12.112 -0.006 -0.005 0.008
Si -21.742 8.101 12.137 0.008 0.001 0.005
Si -24.45 10.835 12.097 -0.003 -0.004 0.005
Si -21.748 -2.783 12.129 -0.002 0.007 0.003
Si -19.05 -0.082 12.174 -0.002 -0.011 -0.005
Si -16.33 2.64 12.209 0.003 -0.001 -0.006
Si -19.026 5.364 12.176 0.007 0.013 0.006
Si -16.326 8.078 12.199 -0.001 0.001 0.001
Si -19.043 10.807 12.18 0.013 0.004 0.004
Si -16.344 -2.802 12.219 -0.006 0.001 0.001
Si -13.626 -0.078 12.25 -0.002 0.004 -0.006
Si -10.91 2.662 12.251 -0.003 0.005 -0.009
Si -13.618 5.375 12.232 -0.006 -0.013 0.001
Si -10.913 8.113 12.252 -0.005 0.005 -0.004
Si -13.633 10.808 12.243 0.014 -0.004 0.004
Si -10.931 -2.783 12.263 0.002 -0.005 0.001
Si -8.214 -0.033 12.258 0.016 0.007 -0.009
Si -5.487 2.701 12.262 0.008 0.007 -0.008
Si -8.205 5.403 12.268 -0.004 -0.001 -0.005
Si -5.52 8.142 12.257 -0.011 -0.015 -0.006
Si -8.226 10.849 12.266 -0.003 -0.012 -0.003
Si -5.508 -2.729 12.271 -0.003 0 0
Si -2.783 0 12.278 0.006 0.005 -0.003
Si -0.058 2.718 12.268 0.007 -0.003 -0.005
Si -2.786 5.436 12.259 -0.004 0.003 0
Si -0.053 8.16 12.272 -0.003 0.009 -0.008
Si -2.796 -5.436 12.267 0 -0.002 0.004
Si -0.058 -2.701 12.278 0.014 0.001 -0.004
Si 1.298 1.348 13.618 0.005 0.007 -0.001
Si 4.048 4.056 13.652 0.018 -0.001 -0.001
Si 1.305 6.795 13.63 0.006 0.005 -0.004
Si 4.063 9.553 13.645 -0.007 0.008 -0.003
Si 1.312 -4.052 13.627 -0.004 -0.008 -0.004
Si 4.049 -1.337 13.651 -0.016 0.005 0.004
Si 6.782 1.368 13.71 -0.003 0.008 0.002
Si 9.53 4.125 13.716 -0.002 -0.001 0.006
Si 6.808 6.825 13.67 0.005 -0.003 0.004
Si 9.544 -6.766 13.695 0.012 -0.009 -0.001
Si 6.798 -4.064 13.672 0.003 0 0.003
Si 9.511 -1.347 13.723 -0.007 -0.006 0.005
Si 12.248 1.383 13.725 -0.004 -0.008 0.009
Si 14.971 4.122 13.702 0.003 -0.001 -0.001
Si 12.251 -9.477 13.737 -0.002 0.008 0.006
Si 14.972 -6.747 13.728 0 -0.01 0.01
Si 12.248 -4.06 13.733 -0.006 0.007 0.005
Si 14.971 -1.329 13.709 0 -0.004 -0.001
Si 17.695 1.404 13.663 -0.019 0.011 0.007
Si 20.416 4.128 13.609 0.004 -0.01 0.004
Si 17.7 -9.465 13.671 -0.008 -0.005 0.004
Si 20.423 -6.743 13.63 0.002 -0.003 0.005
Si 17.704 -4.037 13.695 0.016 -0.014 0.008
Si 20.412 -1.308 13.607 -0.001 0.003 0.004
Si 23.144 1.404 13.538 0.007 -0.006 0.001
Si 25.866 4.128 13.479 -0.008 0.004 0.003
Si 23.141 -9.471 13.541 -0.004 0.004 -0.001
Si 25.889 -6.762 13.481 0.009 -0.006 0.001
Si 23.158 -4.03 13.547 0.003 0.005 0.005
Si 25.891 -1.319 13.486 0.005 -0.001 -0.002
Si 28.622 1.373 13.411 0.013 -0.011 -0.008
Si 31.351 4.083 13.42 -0.01 0.003 0.007
Si 28.623 -9.494 13.438 -0.002 -0.01 -0.008
Si 31.34 -6.801 13.422 -0.007 0.005 0.003
Si 28.619 -4.05 13.434 -0.019 0.019 0.002
Si 31.366 -1.349 13.401 0.006 -0.017 -0.012
Si 34.057 1.357 13.425 0.004 0.002 0.002
Si -28.521 4.054 13.436 0.003 0.007 0.001
Si 34.067 -9.55 13.401 0.005 -0.005 0.008
Si -28.494 9.512 13.402 -0.007 0 -0.006
Si 34.083 -4.062 13.418 -0.01 0.004 0.001
Si -28.497 -1.352 13.444 0 -0.013 0.002
Si -25.821 1.325 13.458 -0.002 0.011 0.001
Si -23.111 4.009 13.494 0.004 0.014 0.005
Si -25.804 6.768 13.452 -0.007 0.011 0.001
Si -23.102 9.477 13.479 -0.005 -0.002 -0.006
Si -25.808 -4.111 13.444 0.01 -0.001 0.001
Si -23.106 -1.409 13.473 -0.007 -0.006 -0.005
Si -20.402 1.287 13.527 0.005 -0.008 0.001
Si -17.675 4.006 13.568 0.005 -0.015 0.005
Si -20.389 6.741 13.514 -0.008 0.005 0.006
Si -17.685 9.443 13.548 0.005 -0.019 -0.004
Si -20.415 -4.145 13.524 0 0.001 0.002
Si -17.724 -1.453 13.565 0 0.011 0
Si -14.994 1.28 13.599 -0.002 0.003 0.012
Si -12.268 4.019 13.608 0.013 0.004 0.007
Si -14.979 6.729 13.595 0.016 0 0
Si -12.28 9.458 13.619 0.003 -0.001 0.001
Si -15.003 -4.16 13.608 -0.008 0.004 0.007
Si -12.291 -1.439 13.639 -0.002 0.001 0.009
Si -9.566 1.314 13.638 0.004 -0.007 0.006
Si -6.844 4.054 13.631 0.004 -0.004 0.005
Si -9.556 6.774 13.631 -0.005 -0.008 0.006
Si -6.882 9.491 13.63 0.008 0 0.005
Si -9.588 -4.129 13.649 0.003 -0.002 0.01
Si -6.874 -1.374 13.637 -0.02 0.013 0
Si -4.152 1.349 13.645 0.01 0.011 0.005
Si -1.434 4.071 13.614 0.008 0.001 -0.001
Si -4.172 6.784 13.61 -0.004 0.018 0
Si -1.431 9.523 13.605 0.012 -0.019 0
Si -4.159 -4.082 13.636 -0.001 -0.005 0.011
Si -1.425 -1.35 13.642 0 -0.004 0.008
Si -0.066 0.021 14.999 0.008 0.011 0.01
Si 2.678 2.664 14.978 0.005 0.004 -0.005
Si -0.077 5.427 14.966 0.005 0.004 0.008
Si 2.684 8.173 14.95 0.006 -0.002 -0.003
Si -0.086 -5.406 14.941 -0.004 -0.003 0.005
Si 2.684 -2.699 14.987 -0.008 -0.001 0.008
Si 5.406 -0.008 15.049 0.012 0.001 0.011
Si 8.17 2.739 15.042 0.008 0.004 0.001
Si 5.443 5.419 14.969 -0.01 -0.005 -0.006
Si 8.191 8.183 15.032 -0.015 0.004 0.004
Si 5.436 10.902 15.022 -0.001 -0.012 0.002
Si 8.149 -2.727 15.069 0.004 -0.005 -0.002
Si 10.889 0.006 15.081 0.002 0.004 -0.001
Si 13.62 2.755 15.07 -0.012 0.003 -0.001
Si 10.884 5.486 15.102 -0.001 0.009 0.001
Si 13.61 -8.103 15.102 0.006 -0.005 0.009
Si 10.884 -5.421 15.104 -0.004 -0.005 0.01
Si 13.618 -2.695 15.084 0.009 -0.014 -0.008
Si 16.353 0.036 15.043 0.003 -0.01 -0.011
Si 19.068 2.775 14.997 -0.001 0.007 0.008
Si 16.341 5.499 15.039 -0.002 0.01 -0.005
Si 19.065 -8.091 15.015 0.004 -0.01 0.002
Si 16.345 -5.387 15.087 -0.014 0.02 -0.008
Si 19.09 -2.665 15.018 -0.006 0.023 -0.008
Si 21.793 0.058 14.925 -0.001 0.002 0.007
Si 24.512 2.781 14.856 0.001 0 0.007
Si 21.795 5.502 14.927 -0.004 0.007 0.004
Si 24.516 -8.097 14.851 0 -0.003 0.002
Si 21.81 -5.368 14.943 0.001 -0.007 0
Si 24.539 -2.664 14.863 -0.001 -0.002 0.013
Si 27.277 0.048 14.8 0.014 0.01 0.012
Si 29.997 2.702 14.752 -0.021 -0.001 0.004
Si 27.241 5.499 14.794 0.004 0.01 0.018
Si 30.009 -8.176 14.8 -0.007 0.01 0.007
Si 27.274 -5.407 14.804 -0.003 -0.01 0.006
Si 30.002 -2.686 14.752 0 0.002 0.007
Si 32.718 -0.014 14.782 -0.019 -0.007 0.009
Si 35.39 2.715 14.807 -0.017 -0.011 0.018
Si 32.726 5.42 14.784 0.004 0 0.012
Si 35.44 -8.19 14.727 0.006 0.006 -0.006
Si 32.719 -5.436 14.743 -0.006 -0.003 0.002
Si 35.423 -2.693 14.799 0.009 0.002 0.004
Si -27.183 0.013 14.852 0.004 -0.004 0.007
Si -24.471 2.643 14.857 -0.011 -0.012 0.01
Si -27.162 5.404 14.801 0.008 0.01 0.013
Si -24.457 8.124 14.831 0.003 -0.005 0.008
Si -27.173 10.865 14.802 -0.007 -0.011 0.006
Si -24.461 -2.767 14.823 -0.007 -0.004 0.009
Si -21.77 -0.076 14.878 -0.002 0.001 0.007
Si -19.036 2.628 14.904 0.001 0.011 0.01
Si -21.746 5.363 14.85 0.001 -0.003 0.003
Si -19.04 8.09 14.906 0.015 0.008 0.007
Si -21.774 10.822 14.887 0.001 -0.003 0.013
Si -19.085 -2.812 14.937 0.003 0.003 0
Si -16.37 -0.105 14.932 0 0.002 -0.006
Si -13.625 2.641 14.96 -0.001 0.008 -0.007
Si -16.316 5.351 14.961 0.002 0.011 0.012
Si -13.643 8.101 14.978 0.011 0 0.001
Si -16.365 10.786 14.964 0.007 -0.003 0.005
Si -13.657 -2.814 15.001 0.007 -0.002 0.001
Si -10.928 -0.064 14.994 0.008 0.007 -0.005
Si -8.197 2.689 14.989 0.003 0.016 -0.002
Si -10.928 5.41 14.969 0.004 -0.009 -0.008
Si -8.212 8.132 15.029 -0.011 0.004 0.007
Si -10.94 10.806 15.014 -0.021 -0.007 0.001
Si -8.247 -2.727 14.994 0.017 0.012 -0.002
Si -5.536 0.002 15.007 -0.007 -0.018 -0.002
Si -2.796 2.728 14.991 -0.005 0 0.007
Si -5.516 5.438 15.007 0.004 -0.006 0.003
Si -2.82 8.167 14.934 -0.001 0 -0.001
Si -5.545 -5.442 14.977 -0.013 0 -0.002
Si -2.812 -2.694 14.988 0.003 -0.004 0.004
O 4.208 -2.723 24.944 0.138 0.684 0.423
O 7.524 0.348 -4.654 0.318 -0.225 -0.144
O 1.326 -3.502 -5.442 -0.003 0.08 0.046
O 1.666 -1.974 25.305 -0.395 -0.191 0.432
O 2.617 0.787 -3.684 0.216 0.033 -0.194
O 2.604 5.349 22.011 0.459 -0.2 0.382
O 3.26 7.637 22.842 0.352 0.398 0.003
O 5.904 -7.7 23.135 -0.546 -0.27 -0.225
O -1.996 3.411 -3.66 0.368 0.282 0.17
O 0.275 -7.893 22.084 -0.256 -0.08 0.729
O 4.287 -4.507 23.09 -0.163 -0.445 0.47
O 5.419 -2.208 22.607 -0.535 0.001 -0.217
O 8.944 1.226 23.239 0.101 0.393 0.212
O 12.111 1.849 -2.859 -0.304 -0.123 0.196
O 12.021 -1.781 -5.933 0.051 0.397 -0.338
O 10.743 2.668 22.077 0.058 0.093 0.37
O 6.721 6.451 24.313 -0.47 -0.4 0.118
O 10.817 8.1 22.246 0.036 0.009 0.359
O 12.423 -6.608 23.442 -0.252 0.319 0.285
O 7.456 -5.662 22.578 0.618 0.05 -0.416
O 10.935 -2.52 22.306 0.063 -0.017 0.184
O 14.924 -7.078 23.685 -0.107 0.248 -0.563
O 8.502 4.757 25.215 0.538 -0.546 0.003
O 16.42 2.81 22.293 -0.208 -0.154 0.321
O 12.558 3.895 23.257 0.132 -0.426 0.557
O 16.154 7.178 22.804 0.425 -0.257 0.379
O 23.706 5.521 -5.759 -0.031 0.111 -0.022
O 15.559 1.121 -4.53 -0.015 0.335 0.242
O 17.349 -1.545 23.377 0.515 0.07 0.477
O 18.524 4.203 23.178 0.125 0.126 0.005
O 22.752 -2.95 25.133 -0.048 -0.657 0.348
O 20.181 2.511 -6.057 -0.499 -0.465 -0.466
O 25.951 5.834 -3.343 0.289 0.158 -0.037
O 17.518 -6.944 23.179 0.082 0.167 0.498
O 19.27 -5.317 22.218 0.099 0.098 0.262
O 27.89 -4.095 -5.363 0.338 -0.173 0.171
O 30.232 2.703 25.275 -0.571 -0.173 -0.122
O 26.465 1.85 22.827 0.497 -0.38 0.363
O 22.247 0.894 25.284 -0.064 0.336 0.072
O 21.942 2.801 21.996 -0.18 0.106 0.581
O 23.371 4.674 22.981 0.066 0.433 0.095
O 26.081 6.667 22.861 -0.37 -0.621 0.217
O 22.042 -8.045 22.117 -0.156 -0.159 0.224
O 19.255 5.776 25.217 -0.449 0.261 0.592
O 26.058 4.077 -5.427 0.455 0.132 -0.138
O 27.73 -2.341 22.005 0.142 -0.271 0.524
O 26.505 1.952 -6.926 -0.223 -0.108 0.343
O 31.51 -6.021 -6.417 0.021 0.09 0.032
O 29.726 -0.278 22.033 0.058 0.001 0.078
O 27.325 2.519 25.221 0.329 0.169 0.264
O 27.964 3.955 23.026 -0.117 0.245 0.343
O 29.902 5.491 22.026 0.119 0.156 0.242
O 27.391 -7.944 21.46 0.142 0.266 0.062
O 29.728 -6.878 22.285 0.374 -0.017 0.012
O 31.044 -4.244 23.037 -0.6 -0.449 0.054
O -32.465 -2.773 21.948 0.056 -0.103 0.058
O -28.756 -1.082 -5.867 -0.246 0.552 0.01
O -26.701 -2.405 -4.992 0.188 0.039 0.556
O -22.915 1.947 22.947 -0.386 -0.065 0.112
O 31.217 1.55 23.123 -0.022 0.162 0.024
O -22.415 6.185 -4.31 -0.085 -0.573 -0.052
O -22.866 -5.545 25.453 0.372 -0.4 -0.2
O -29.975 -5.501 22.032 -0.024 -0.072 0.334
O -28.671 -3.492 22.903 0.623 -0.135 0.373
O -26.386 -1.387 23.145 -0.113 -0.157 -0.009
O -24.516 0.051 22.088 0.257 0.177 0.488
O -27.114 2.761 21.981 -0.029 -0.041 0.602
O -25.122 4.15 22.858 0.369 -0.319 0.144
O -23.503 6.209 22.992 0.278 -0.049 0.487
O -22.107 3.381 25.058 0.342 -0.27 0.025
O -21.603 -5.541 -0.66 -0.211 -0.198 -0.171
O -24.869 -5.799 22.07 0.124 -0.177 0.703
O -10.402 -0.255 25.071 0.385 -0.366 -0.295
O -15.194 3.37 22.95 -0.455 0.206 0.309
O -16.89 3.411 -5.593 -0.204 0.021 -0.382
O -20.667 3.303 22.926 0.284 -0.375 0.291
O -6.349 -3.869 -5.388 -0.46 -0.356 0.023
O -15.842 4.227 -3.355 -0.054 0.235 0.271
O -21.863 8.014 22.137 -0.025 0.056 0.278
O -21.676 -2.251 -5.425 -0.11 -0.163 0.006
O -20.196 6.845 -3.083 -0.204 0.033 0.246
O -19.989 7.759 26.095 -0.238 -0.195 -0.502
O -18.44 -4.621 23.23 0.361 -0.127 0.148
O -16.607 -3.005 22.178 -0.111 -0.127 0.611
O -15.135 -1.335 23.292 -0.342 0.294 0.209
O -14.236 0.961 22.358 -0.407 -0.283 0.122
O -13.687 5.335 22.174 -0.299 0.005 0.619
O -15.71 -4.38 -5.628 -0.202 0.608 0.292
O -11.926 6.883 23.247 0.12 0.452 0.168
O -19.109 5.277 22.174 -0.048 -0.004 0.455
O -13.233 4.869 -3.527 -0.069 0.583 0.2
O -10.544 2.24 25.713 -0.354 -0.016 -0.116
O -13.892 -5.681 22.205 -0.036 0.134 0.165
O -12.164 -4.244 23.319 0.458 -0.028 0.035
O -5.949 3.221 -6.491 0.379 0.367 -0.213
O -6.656 1.331 23.313 0.132 -0.115 0.232
O -11.751 0.954 23.115 0.152 0.447 0.263
O -6.269 3.53 24.709 0.106 0.043 0.305
O -8.168 -7.49 25.356 0.115 0.277 -0.174
O -10.592 -1.502 22.863 -0.083 -0.813 -0.148
O -5.214 -2.322 25.627 0.291 0.443 -0.013
O -4.032 -4.051 24.077 -0.036 -0.097 0.028
O -0.911 1.676 23.176 0.01 -0.162 0.576
O 0.803 3.586 22.703 0.221 -0.224 0.203
O -3.569 5.324 22.745 -0.478 0.304 0.065
O -1.575 4.098 23.771 -0.544 -0.067 -0.064
O -1.315 6.655 23.111 0.232 0.111 0.447
O -5.323 -8.078 22.132 0.084 -0.141 0.093
O -3.579 -6.463 23.183 0.291 -0.224 0.523
O -2.778 0.051 22.245 0.069 0.073 0.467
O 4.54 -3.584 -1.307 0.413 -0.35 -0.275
O -0.106 -2.814 22.098 0.048 -0.183 0.486
O 5.46 -0.436 -5.995 -0.347 0.305 0.13
O 1.43 -0.925 22.93 0.604 0.528 0.072
O 0.346 3.059 25.168 -0.2 0.062 0.291
O 9.097 6.332 23.166 0.094 0.033 0.434
O -2.744 6.004 25.186 -0.48 -0.141 0.192
O 10.305 0.473 -1.172 0.521 0.049 -0.323
O 11.632 -1.675 -1.132 -0.035 -0.29 -0.306
O 9.092 5.67 -4.252 -0.062 0.258 0.271
O 14.65 4.868 24.651 0.527 -0.244 -0.037
O -27.458 -0.163 -3.73 0.194 -0.082 0.154
O 28.768 -7.173 -1.349 -0.223 0.178 -0.475
O 3.89 7.672 -1.103 0.078 0.778 -0.075
O 13.653 5.639 -4.533 0.579 0.153 0.049
O 8.336 -5.588 25.053 0.403 -0.515 -0.145
O -31.335 3.621 -1.489 0.025 -0.286 0.039
O -24.255 6.294 -6.161 0.133 -0.084 -0.309
O 14.09 3.41 -3.281 0.491 0.162 -0.005
O 6.247 -1.992 -4.13 -0.207 -0.231 0.329
O -29.091 1.388 22.882 -0.471 -0.333 0
O 20.473 1.103 23.211 -0.292 -0.323 0.177
O -6.972 5.879 25.396 -0.11 0.378 0.027
O 16.25 -3.405 -5.323 -0.115 -0.114 -0.173
O 20.379 -0.443 -5.082 -0.238 -0.013 0.475
O 14.911 -1.184 24.422 0.08 -0.151 0.146
O -20.874 -4.257 24.258 0.28 0.388 -0.161
O 20.527 -3.142 -1.279 -0.316 0.279 -0.11
O 19.052 -2.153 -3.201 0.114 0.285 -0.629
O -31.419 -1.356 -1.736 0.413 -0.271 -0.558
O 19.753 1.91 -1.37 0.373 0.177 -0.402
O 18.507 7.297 -6.144 0.161 0.448 0.047
O 19.551 -4.819 -2.882 0.111 -0.241 0.308
O -28.803 6.964 -4.349 -0.239 0.357 0.098
O 23.717 6.326 -1.823 0.083 -0.143 0.003
O 23.714 -3.028 -3.345 -0.052 -0.195 0.364
O 23.416 -6.994 -1.406 0.157 -0.107 0.068
O -26.863 -4.901 -6.102 0.025 -0.315 -0.332
O 24.54 8.152 -3.457 0.306 0.04 -0.611
O 24.67 0.07 22.101 -0.405 0.159 0.467
O 24.231 -5.581 -3.488 0.141 -0.102 -0.058
O 30.789 0.118 25.353 -0.546 -0.108 -0.055
O -32.076 -0.564 26.081 0.494 -0.381 -0.008
O 28.408 1.745 -1.718 0.146 -0.288 0.191
O 24.223 4.015 -3.596 -0.332 -0.431 0.53
O 17.83 -1.715 -1.005 0.711 -0.478 -0.106
O 24.276 2.869 -0.35 -0.057 -0.113 -0.473
O 32.096 -4.009 -3.892 -0.08 -0.058 -0.275
O 12.956 -4.906 -1.944 -0.519 -0.157 0.515
O 21.042 6.632 -1.411 0.074 0.262 -0.144
O 31.881 7.175 22.554 -0.397 0.606 0.431
O -18.082 -0.159 -2.931 -0.427 0.315 0.064
O 28.37 -5.804 24.121 -0.006 0.278 -0.26
O 27.149 5.588 -0.228 -0.066 -0.061 -0.312
O -15.493 7.086 25.11 0.536 -0.302 0.106
O 30.032 -4.157 25.434 -0.052 0.068 0.274
O -32.651 -4.696 25.144 0.187 -0.603 -0.046
O -30.385 -1.432 22.843 0.433 0.466 0.157
O -24.105 3.964 -3.134 0.299 -0.083 0.025
O -1.974 -3.734 -1.205 -0.387 0.048 -0.15
O -26.313 -6.32 -3.961 -0.081 -0.235 -0.059
O -23.415 -0.352 -5.492 -0.477 -0.272 -0.615
O -7.212 -3.866 -1.289 -0.239 -0.246 -0.266
O -18.929 2.613 -0.271 -0.093 -0.006 -0.262
O -28.583 2.923 25.052 -0.21 0.159 -0.239
O -31.792 6.57 24.517 0.373 0.369 0.438
O -16.891 1.546 -1.336 0.322 0.416 -0.266
O 12.631 3.788 -1.137 -0.141 0.265 -0.168
O -32.308 4.906 -3.669 -0.588 -0.108 -0.162
O -20.89 -1.289 23.377 -0.091 -0.514 0.38
O 25.611 -3.196 -1.011 -0.294 0.211 -0.191
O 28.296 7.858 23.836 0.411 -0.524 0.094
O 27.147 0.603 -3.665 -0.569 -0.386 -0.232
O -12.36 -4.024 -1.478 -0.008 -0.345 -0.338
O 28.747 5.912 -5.625 -0.761 -0.054 0.263
O -23.252 -3.644 -1.471 0.007 0.141 -0.25
O -9.058 -6.174 -4.834 0.648 -0.047 0.09
O 12.281 -4.396 -6.608 0.488 0.017 -0.42
O -17.776 -3.878 -1.699 0.264 0.121 -0.315
O 13.818 -5.469 25.354 -0.107 0.478 -0.397
O -9.301 -7.066 -1.346 0.436 -0.055 -0.423
O -15.062 -6.463 -4.125 -0.758 0.072 0.088
O -10.398 7.799 -3.161 -0.08 -0.199 0.243
O 9.06 -3.423 -0.471 0.023 0.344 0.139
O -18.367 3.434 -3.366 0.214 -0.283 0.113
O -20.942 1.135 24.451 0.109 0.17 0.179
O -22.85 1.285 -1.738 -0.384 0.152 -0.402
O -14.197 -1.017 -5.037 -0.099 -0.558 -0.743
O -6.963 6.571 -1.473 -0.083 0.266 -0.169
O -9.332 -2.028 -5.299 0.178 -0.128 0.504
O -7.153 4.107 -2.514 0.515 -0.188 0.273
O 15.525 -3.534 23.431 -0.109 -0.394 0.391
O -18.97 -6.344 -4.963 0.201 -0.095 0.347
O -16.908 1.435 22.831 -0.334 0.281 0.449
O -2.351 -5.523 25.377 -0.261 0.122 0.463
O 22.061 5.459 -3.586 -0.794 0.289 -0.447
O -2.073 1.016 -4.723 -0.031 -0.033 0.21
O -8.136 -5.328 22.348 0.063 0.085 0.472
O -9.043 -1.995 -1.396 -0.107 0.378 -0.136
O 31.014 -7.206 -2.746 0.033 0.424 -0.514
O -26.926 -7.819 22.028 -0.177 0.297 0.104
O 0.76 -0.855 -1.396 -0.256 0.269 0.024
O -5.758 5.877 -3.73 0.005 -0.362 -0.316
O 1.784 6.817 24.967 -0.556 -0.048 -0.429
O -15.67 -7.391 23.208 -0.203 0.345 0.262
O -25.156 -6.679 25.814 0.114 0.181 -0.82
O -0.557 -0.823 24.774 -0.502 -0.182 -0.372
O 5.211 0.42 -3.522 0.209 0.355 0.131
O -2.866 -3.182 -3.628 0.027 -0.425 -0.071
O 21.052 -1.239 24.117 -0.575 -0.312 0.158
O -12.21 0.445 -4.019 0.484 -0.028 -0.431
O -4.541 -1.637 23.196 -0.164 0.094 0.465
O 8.838 -6.662 -2.531 0.037 -0.027 -0.116
O -1.696 -7.305 -3.34 0.103 0.36 0.141
O -20.549 4.452 -4.197 -0.018 -0.273 -0.477
O 29.258 0.972 -5.138 -0.112 -0.182 -0.496
O -17.337 8.114 -5.826 0.545 -0.29 -0.22
O 4.447 0.575 25.25 0.026 -0.717 -0.251
O -13.11 -5.509 25.615 -0.027 -0.485 -0.277
O -16.833 -1.045 -5.087 0.123 -0.227 -0.128
O -20.499 -4.503 -5.772 0.385 -0.159 -0.546
O -1.723 -4.641 22.97 0.321 0.049 0.25
O -2.904 -0.126 25.873 -0.347 -0.502 -0.191
O 2.274 -2.769 -0.691 -0.092 -0.451 0.206
O 1.502 3.754 -1.422 -0.024 -0.604 -0.195
O 31.488 4.955 25.071 -0.224 0.273 -0.404
O -0.604 4.903 -6.041 -0.064 0.197 -0.192
O 4.778 -3.179 -6.019 -0.378 0.025 0.32
O -9.426 7.575 -5.544 0.11 -0.278 -0.306
O 29.013 4.25 -1.303 0.286 0.683 -0.201
O 23.121 -1.985 22.754 0.544 -0.043 0.097
O 32.026 0.163 -0.976 -0.123 -0.147 0.033
O 23.863 -6.38 23.046 -0.104 0.466 -0.023
O -15.523 0.223 -3.207 0.449 0.25 0.043
O 4.416 7.529 -6.574 0.282 -0.114 0.531
O 8.008 -4.034 -2.717 -0.43 -0.074 -0.222
O -3.851 -3.649 -6.047 0.351 -0.134 -0.585
O 31.639 2.114 -4.99 0.242 0.364 -0.104
O 4.397 7.414 25.064 -0.094 -0.196 0.372
O -4.447 0.953 -5.871 -0.136 -0.388 -0.461
O 27.035 -0.383 -6.013 -0.343 -0.714 0.258
O 8.776 -5.431 -4.801 0.12 -0.37 -0.11
O -11.506 -3.444 25.616 0.23 0.14 -0.39
O 11.326 -0.691 -3.502 0.101 0.086 -0.186
O -10.953 -5.885 -3.198 -0.719 0.13 -0.182
O -2.671 3.406 -6.215 -0.444 -0.242 -0.268
O -14.079 -3.217 24.85 -0.716 -0.402 0.368
O -30.914 6.207 22.111 0.29 0.353 -0.324
O -4.479 3.094 -4.351 0.018 -0.147 0.787
O -14.557 -7.511 -1.267 -0.488 -0.051 -0.509
O -17.655 -7.823 25.015 -0.022 0.164 0.166
O -12.943 6.697 -1.108 -0.609 -0.225 -0.166
O -10.711 -0.159 -0.489 0.016 0.052 -0.132
O -31.515 0.974 -5.912 -0.126 -0.643 0.047
O 27.4 -3.94 25.539 -0.106 0.537 0.219
O 11.606 1.457 -5.5 -0.551 -0.525 -0.361
O 14.646 1.075 23.125 0.197 0.222 0.149
O 8.368 2.169 -0.867 -0.316 -0.085 0.158
O -25.449 -4.094 -2.809 -0.357 0.131 -0.224
O 25.914 -7.491 24.321 0.276 0.18 -0.037
O 26.824 6.527 25.387 -0.317 -0.432 0.387
O -10.867 5.315 -0.309 0.134 -0.11 -0.222
O -12.271 1.547 -1.57 -0.38 0.364 -0.071
O 21.117 -3.683 23.148 0.031 -0.289 0.344
O 19.417 -7.262 -3.648 -0.146 -0.463 -0.016
O -19.025 0 22.149 -0.054 0.006 0.323
O 6.935 4.226 -1.394 -0.419 0.056 -0.388
O -28.378 6.483 -1.736 0.303 0.058 -0.233
O -3.102 3.061 -0.541 -0.31 -0.128 -0.504
O -29.804 4.791 -3.211 0.044 -0.009 -0.243
O 23.066 -1.521 -1.384 -0.446 -0.277 -0.12
O 21.219 -3.083 -3.933 0.292 0.08 0.165
O 1.9 -6.651 -1.319 0.278 -0.26 0
O -27.002 -0.193 -0.537 0.136 -0.235 -0.359
O 16.826 -0.776 -3.318 -0.187 -0.211 -0.037
O 14.69 -6.926 -1.916 0.307 -0.095 -0.213
O 25.89 1.218 -1.42 -0.361 -0.494 -0.255
O 29.712 3.095 -3.554 0.1 0.496 -0.141
O -9.273 3.462 -1.131 0.01 -0.295 -0.107
O -8.753 2.085 -3.197 -0.258 -0.314 -0.113
O 31.396 -3.36 -6.506 -0.111 0.047 0.431
O -23.593 -7.865 -4.917 -0.045 -0.012 -0.239
O -20.584 1.966 -2.971 -0.083 -0.08 -0.012
O -30.141 -5.526 25.705 0.14 -0.44 -0.553
O -32.481 0.251 -3.553 0.12 -0.127 -0.217
O -28.456 -1.7 24.722 -0.111 0.028 0.496
O -21.967 5.949 25.893 -0.341 0.116 -0.662
O -25.696 4.959 -1.337 -0.58 0.217 -0.244
O -31.245 2.568 -3.861 0.335 0.155 -0.205
O -1.54 -1.378 -2.372 -0.09 0.69 -0.231
O -11.346 -7.048 -5.948 0.015 -0.035 0.086
O 19.644 0.338 25.541 -0.202 0.308 -0.323
O 29.667 -2.649 -0.347 0.128 -0.103 -0.497
O 9.257 -1.669 -2.384 -0.183 -0.003 -0.617
O -16.255 5.425 -0.417 -0.069 0.013 -0.439
O 1.295 0.953 -5.976 -0.119 -0.568 -0.421
O -23.213 -4.163 23.156 -0.042 0.185 0.039
O -26.042 -1.335 25.733 0.213 0.103 -0.187
O 7.351 4.351 22.924 0.27 0.034 0.383
O 10.491 -4.625 -2.889 -0.035 0.05 0.383
O -23.242 5.907 -1.438 0.404 -0.094 -0.346
O 26.656 3.185 -3.038 0.002 0.154 0.032
O -10.648 -5.353 -0.084 0.084 0.293 -0.201
O -30.596 -3.14 24.794 -0.268 0.332 -0.286
O 9.449 -0.521 25.146 0.259 -0.503 -0.22
O 27.089 -3.064 -3.1 -0.246 -0.54 -0.202
O -21.655 -0.897 25.983 0.191 0.5 0.166
O 11.724 7.065 -5.422 0.364 -0.181 -0.288
O -15.511 1.155 -5.698 0.233 0.056 -0.192
O 6.072 -7.214 -4.087 0.279 0.266 -0.002
O -29.98 8.137 -0.556 0.214 -0.237 -0.259
O -1.681 -7.977 25.788 0.087 -0.009 -0.407
O -31.867 4.18 23.355 -0.004 -0.532 0.248
O 17.932 3.678 -6.107 0.083 -0.314 -0.029
O 2.182 -4.472 24.966 0.144 -0.062 -0.555
O 22.327 -1.835 -5.993 0.244 -0.225 -0.384
O -3.886 -1.939 -1.415 -0.207 -0.255 -0.271
O -28.156 1.594 -1.833 -0.054 0.527 -0.357
O 30.516 7.163 -1.119 0.138 -0.148 -0.001
O -3.393 -6.948 -1.318 0.03 0.166 -0.192
O -19.878 -4.595 -3.156 -0.263 -0.256 0.453
O -20.327 4.213 -1.606 -0.462 0.411 -0.144
O 16.679 -2.627 25.697 0.163 -0.165 0.014
O 18.016 3.857 -1.386 0.105 0.066 -0.311
O 2.534 -8.03 -3.371 -0.316 -0.237 -0.71
O 13.34 0.718 25.359 -0.578 0.012 -0.157
O -27.911 5.426 25.376 -0.316 0.067 0.236
O -20.314 6.726 -5.721 0.197 0.098 0.281
O 14.256 1.722 -1.251 -0.129 0.001 -0.538
O 4.819 6.89 -3.452 -0.1 -0.323 -0.22
O -27.363 0.635 24.673 0.547 0.333 0.232
O -28.416 6.818 23.218 -0.337 -0.372 0.171
O 22.338 3.319 -5.052 -0.02 -0.18 0.074
O -25.823 3.505 -5.137 0.446 0.194 -0.76
O -6.605 1.562 -4.572 0.067 -0.458 0.065
O 16.446 5.863 -6.779 -0.336 -0.03 -0.155
O -25.925 6.379 23.897 0.235 0.282 -0.178
O -7.949 4.716 22.984 0.097 0.346 -0.161
O 5.341 5.69 -0.185 0.18 0.045 -0.278
O -14.326 3.869 -1.268 0.446 -0.233 -0.079
O -31.356 -7.575 22.892 0.012 0.066 0.601
O 24.502 7.918 -6.342 -0.009 0.156 0.425
O -25.738 1.795 -3.165 0.141 -0.21 0.579
O 12.333 6.145 24.516 -0.802 -0.023 -0.488
O 16.646 8.033 25.271 -0.376 -0.232 0.276
O 19.261 -8.029 25.18 0.135 0.506 -0.285
O -28.016 2.385 -4.258 -0.694 -0.165 -0.143
O 16.817 -3.336 -2.77 -0.29 0.075 0.502
O -17.894 8.062 -3.285 0.408 0.567 -0.112
O 5.66 -5.5 -0.125 -0.071 -0.059 -0.282
O -2.518 -7.504 -5.838 0.065 0.139 -0.153
O 27.524 -1.295 -1.181 0.058 0.568 -0.277
O -32.521 1.838 25.185 0.172 0.403 -0.171
O 3.4 1.31 23.003 -0.42 -0.321 0.027
O 0.464 -0.656 -4.023 0.149 -0.261 -0.562
O -6.442 -3.45 23.343 -0.321 0.008 0.239
O 12.346 -7.495 -0.917 -0.425 -0.201 -0.237
O 30.863 2.415 -1.254 0.259 0.27 -0.243
O 0.282 5.056 -3.447 -0.587 0.079 0.384
O -8.351 6.167 -3.64 0.079 0.062 -0.187
O 6.546 -3.851 24.307 -0.096 0.414 0.556
O 13.886 5.871 22.362 -0.261 -0.243 -0.112
O 31.061 6.263 -4.535 0.119 -0.406 0.262
O -11.934 -7.313 -1.396 -0.178 0.127 0.674
O -1.626 1.46 -1.945 -0.089 -0.47 -0.17
O 16.463 -2.636 21.245 -0.042 -0.117 -0.341
O -26.658 6.999 -5.864 0.274 0.016 0.13
O 28.669 -1.537 -4.489 0.125 0.136 -0.301
O -0.042 5.552 -0.395 -0.196 0.095 -0.08
O -1.725 7.347 -1.264 0.277 0.075 -0.524
O 7.375 7.381 -2.718 0.102 -0.408 0.075
O 7.639 -0.972 23.174 0.079 -0.302 0.188
O -9.106 -4.084 -3.084 0.038 -0.196 0.061
O 10.013 -3.317 -5.663 -0.052 0.257 0.455
O 1.703 5.879 -5.374 0.12 0.545 0.01
O -12.64 -1.945 -3.063 0.437 0.379 0.533
O 7.52 2.717 -3.383 -0.539 0.343 -0.407
O 11.199 -6.825 -6.296 -0.405 0.251 0.205
O 14.986 -4.905 -3.559 -0.387 0.08 -0.506
O 21.51 0.195 -0.368 0.159 0.281 -0.345
O 11.415 5.856 -3.081 -0.104 0.205 0.591
O 32.437 5.466 -0.446 -0.222 0.104 -0.51
O 9.434 7.442 -1.16 0.203 -0.033 -0.645
O 7.304 -7.484 -0.606 -0.087 -0.129 -0.202
O -14.961 -0.896 25.853 -0.173 -0.246 0.488
O -31.593 -4.613 -5.731 0.719 0.099 -0.088
O 5.571 -0.048 -0.196 -0.118 -0.102 -0.126
O -28.344 4.338 -5.893 -0.362 0.431 0.089
O 20.511 -3.749 -6.409 -0.311 0.4 -0.189
O -28.458 -4.348 -1.687 0.527 -0.242 -0.162
O 7.112 0.678 25.137 -0.12 0.008 0.107
O -32.254 7.471 -3.138 0.406 -0.139 0.279
O 10.95 5.581 -0.158 0.079 -0.029 -0.423
O -27.31 4.921 -3.585 0.82 0.088 0.146
O 14.238 6.956 -1.175 -0.11 -0.204 -0.552
O -3.347 5.469 -4.676 0.318 0.093 -0.525
O 2.027 3.454 -6.359 0.298 -0.141 -0.076
O 10.733 -5.503 -0.099 -0.308 -0.248 -0.316
O 15.633 4.045 -5.184 0.373 -0.031 0.72
O 13.692 -2.704 -0.142 0.227 0.087 -0.498
O 16.089 0.059 -0.291 -0.121 -0.137 -0.238
O 18.087 0.741 -5.098 0.032 0.5 -0.021
O 13.888 0.916 -6.563 0.226 -0.202 -0.313
O 16.221 5.461 -0.4 0.054 0.05 -0.238
O 21.624 7.196 25.299 0.13 0.372 -0.036
O 19.126 -8.148 -0.468 0.054 0.07 -0.245
O 25.35 -2.471 24.805 0.16 0.37 -0.445
O -13.82 -7.875 -5.946 -0.189 -0.443 -0.454
O 17.748 -6.405 -1.705 -0.567 0.212 -0.242
O 25.291 -1.159 -2.658 0.327 0.725 -0.32
O -7.439 7.397 23.213 0.012 0.122 0.231
O 2.558 5.908 -2.342 -0.258 -0.002 0.377
O 3.686 -1.102 -2.105 0.402 0.113 -0.144
O -8.903 0.557 -5.288 -0.598 0.018 0.09
O 2.99 2.825 25.195 0.525 0.349 0.2
O -11.404 2.981 -3.632 0.552 -0.059 0.157
O 1.505 -5.431 -3.608 -0.44 -0.139 -0.101
O -13.91 2.393 -3.397 -0.199 -0.535 -0.366
O -8.775 4.003 25.35 -0.046 -0.233 0.409
O 12.48 -3.034 -3.707 0.108 -0.058 0.293
O 21.746 -5.274 -0.399 -0.028 -0.031 -0.213
O 4.121 5.02 -5.816 0.321 -0.256 0.489
O 27.133 -5.329 -0.41 0.077 0.06 -0.227
O -19.878 -2.45 -1.494 -0.269 -0.095 -0.022
O 9.47 4.149 -2.186 0.329 0.227 0.232
O -16.197 -5.603 -0.578 0.14 0.194 -0.108
O -29.867 -2.742 -0.324 0.01 0 -0.15
O -4.901 3.015 22.53 -0.094 -0.19 -0.096
O 25.491 3.941 24.183 -0.011 0.226 0.27
O 13.295 -8.037 25.587 0.369 0.249 0.502
O 19.887 5.113 -5.326 0.484 0.063 0.214
O -32.025 -6.806 -1.377 -0.019 0.553 -0.051
O 25.095 -5.091 25.027 -0.237 0.121 0.575
O -18.399 6.847 -1.11 -0.313 -0.129 -0.048
O 29.034 7.366 -3.29 -0.756 -0.269 -0.119
O 0.193 1.921 -3.774 0.402 0.728 0.078
O 3.871 1.429 -1.456 -0.317 0.471 -0.254
O -18.71 -2.45 -3.887 -0.255 -0.309 -0.333
O -0.077 -5.355 -0.335 0.003 0.005 -0.491
O -3.738 7.368 -2.931 -0.418 0.035 0.078
O 29.615 -3.662 -3.398 0.005 -0.399 -0.008
O -14.512 3.319 -6.782 -0.136 0.216 -0.17
O -23.597 2.134 -4.84 0.359 0.166 0.087
O -4.945 -1.905 -4.358 0.191 0.425 0.629
O 20.497 3.587 24.985 0.256 -0.458 -0.441
O -30.719 -4.158 -3.147 -0.255 -0.044 0.448
O -7.286 -2.28 -3.369 0.236 0.499 0.033
O -19.262 -0.164 -5.327 -0.023 -0.345 -0.111
O -24.466 2.799 -0.461 0.151 -0.109 -0.239
O 9.254 7.612 -6.049 -0.233 0.361 -0.244
O 23.047 3.431 25.37 -0.035 -0.386 0.03
O 20.895 7.506 -5.188 0.466 -0.328 0.428
O 16.167 -7.756 -6.364 0.258 0.277 0.674
O -24.454 8.036 -0.53 0.223 -0.085 -0.602
O 17.916 3.567 25.625 -0.119 -0.22 -0.289
O -26.003 -6.306 -1.39 -0.447 -0.185 0.059
O -8.421 3.161 -5.608 -0.694 0.552 0.076
O -12.767 -1.075 24.356 0.041 -0.128 0.065
O -4.789 -6.089 -5.705 -0.349 0.033 0.387
O 9.676 1.415 -3.789 -0.053 -0.598 0.498
O 12.639 -0.66 23.187 -0.193 0.183 0.414
O -24.211 4.892 25.22 -0.144 0.069 0.544
O -31.899 6.726 -5.654 0.227 0.044 0.144
O 31.394 -1.786 -2.665 -0.237 0.439 -0.266
O -7.148 1.865 -1.16 0.025 -0.052 -0.416
O 7.383 -3.508 -5.969 -0.234 0.432 -0.603
O -25.187 -1.828 -1.517 0.062 0.172 -0.303
O 5.786 -4.635 -4.181 -0.009 -0.016 0.585
O 2.558 -7.028 24.75 0.465 0.216 0.047
O 20.624 -6.267 -5.752 -0.054 0.017 0.043
O -14.442 -2.561 -1.278 0.044 -0.07 -0.093
O -15.541 7.232 -4.241 0.349 -0.264 0.262
O 13.024 7.887 -3.295 0.268 0.375 -0.588
O -11.24 4.667 24.659 -0.58 -0.148 0.239
O -21.747 -0.412 -3.492 0.134 -0.38 -0.151
O 0.178 -6.143 25.483 -0.062 -0.03 -0.143
O 22.239 4.352 -1.131 -0.662 -0.318 -0.069
O 17.44 1.674 -2.692 -0.449 -0.122 0.618
O 5.363 2.816 22.174 -0.111 -0.135 0.533
O -0.066 -6.764 -5.471 0.193 0.363 0.368
O -21.533 -6.346 -4.211 0.248 -0.511 -0.083
O -5.368 -5.487 -0.427 -0.107 -0.013 -0.548
O -22.962 -2.994 25.411 -0.072 -0.018 -0.064
O 8.446 2.571 -5.849 -0.03 -0.141 -0.15
O 1.79 0.577 24.941 -0.435 0.155 0.551
O 22.882 -0.508 -3.837 -0.014 0.53 -0.121
O 31.356 -4.18 -1.454 0.407 -0.455 -0.086
O 25.864 7.52 -1.269 -0.026 0.742 -0.339
O 20.2 6.799 23.106 0.044 -0.341 0.217
O -14.167 -4.053 -3.47 0.016 -0.099 -0.264
O -15.186 1.487 24.773 0.279 0.385 0.212
O 24.954 1.541 25.705 -0.001 -0.019 -0.491
O -30.038 0.702 25.078 0.005 -0.342 -0.131
O 2.309 -5.833 22.042 0.033 0.058 0.314
O -5.489 -0.046 -0.496 -0.095 -0.073 -0.194
O -19.813 -7.323 -1.59 -0.085 0.353 -0.111
O -28.822 -2.389 -3.494 -0.339 0.226 0.199
O -24.805 6.482 -3.489 -0.623 0.144 -0.064
O 31.69 -2.275 24.73 0.141 0.214 -0.336
O -5.143 5.102 -0.381 0.148 0.119 -0.086
O -27.26 8.006 25.317 -0.494 0.083 0.01
O 30.329 -7.344 24.932 0.514 0.137 0.048
O -23.873 -6.176 -2.965 0.109 -0.361 0.661
O -11.804 6.889 25.839 -0.202 0.546 0.04
O 8.374 5.165 -6.663 0.136 0.224 -0.157
O -9.943 3.058 23.167 -0.327 -0.43 -0.077
O 3.977 -5.995 -2.945 0.003 0.044 0.369
O -28.571 -4.967 -4.199 -0.373 -0.163 -0.303
O 12.395 -5.635 -4.341 0.201 -0.261 0.388
O -23.664 -2.259 -3.645 0.025 0.073 -0.355
O -16.368 -0.913 -0.979 -0.256 -0.087 0.02
O 22.082 -7.084 -3.675 -0.21 0.053 -0.001
O 6.502 -7.659 25.734 0.377 0.189 -0.124
O -20.208 -6.518 23.007 -0.06 -0.317 0.558
O -10.729 -4.173 -5.205 -0.483 -0.329 -0.254
O -4.763 7.625 -5.343 -0.238 -0.358 -0.12
O -17.65 5.725 -4.536 -0.528 -0.008 -0.017
O -9.601 6.744 24.478 0.102 -0.207 0.286
O -10.76 5.517 -4.321 0.181 -0.019 -0.149
O 23.693 -7.103 25.609 -0.483 -0.1 -0.17
O -11.87 -1.771 -5.551 -0.33 0.072 -0.292
O -6.966 -1.274 -5.803 0.28 0.54 -0.313
O -17.213 6.835 23.07 0.016 -0.304 0.226
O 13.762 -0.736 -4.383 0.208 0.164 0.268
O 7.006 -2.003 -1.168 -0.476 0.099 -0.597
O 10.87 3.672 -4.331 -0.004 0.258 -0.432
O -13.266 8.027 -3.407 0.575 -0.344 -0.266
O 0.356 -3.052 -3.022 -0.508 -0.262 0.042
O -19.178 -0.601 25.279 0.357 -0.259 -0.411
O 4.196 -6.279 -5.599 -0.315 0.394 -0.128
O 15.668 -0.93 -6.177 -0.112 0.02 -0.262
O 13.243 3.409 -5.903 -0.021 0.037 -0.097
O -9.578 -7.328 23.15 -0.547 -0.105 0.137
O -20.77 -0.026 -1.117 0.144 0.552 0.325
O 15.345 -4.628 -0.887 0.52 -0.165 -0.245
O 26.276 -4.158 23.014 0.214 -0.539 0.184
O -0.657 7.142 -4.803 0.085 -0.193 0.148
O 2.19 -7.441 -6.797 -0.176 -0.12 -0.105
O -2.796 -1.27 -5.596 0.161 -0.075 -0.415
O 9.072 -3.834 23.348 0.015 0.253 0.529
O 22.857 -4.378 -5.413 -0.154 -0.307 -0.519
O 18.164 -1.719 -6.011 0.223 -0.282 0.25
O -24.956 -3.286 -6.684 0.237 0.648 -0.175
O 19.231 3.246 -3.679 0.371 -0.035 -0.069
O 23.924 5.856 25.22 0.594 0.427 0.074
O -32.011 -6.374 -3.904 0.261 -0.29 -0.332
O -31.486 4.425 26.056 -0.138 -0.314 0.02
O 22.354 0.895 -6.057 0.198 -0.106 -0.433
O 25.364 -3.825 -5.147 -0.205 0.411 -0.151
O 6.891 6.786 -5.168 -0.326 -0.272 -0.288
O -12.202 4.073 -5.86 0.118 0.267 -0.269
O 17.435 -5.517 -4.171 0.148 -0.376 -0.419
O -21.337 1.318 -5.899 0.223 0.235 0.321
O -28.17 -7.148 -5.601 -0.477 0.149 -0.382
O -19.38 -5.997 25.412 -0.439 0.304 0.49
O 13.841 -6.504 -6.394 -0.004 -0.202 0.297
O -23.659 -5.279 -5.407 -0.303 0.246 0.05
O 29.016 5.053 25.826 -0.22 -0.201 -0.42
O 2.614 3.873 -3.893 0.339 -0.632 0.141
O -8.449 -0.068 22.144 0.03 -0.05 0.22
O -4.379 1.708 24.726 0.25 -0.23 -0.277
O -13.288 -5.325 -5.666 0.406 0.435 -0.137
O 2.902 -3.232 -3.328 0.244 -0.212 -0.247
O 29.883 -7.935 -5.467 -0.172 0.452 0.378
O 26.082 -6.229 -5.856 0.229 -0.286 0.283
O 29.638 3.415 -6.103 0.404 -0.16 -0.08

Results
total energy: -406616.668 eV
total energy less fixed offsets of O -438.25, Si -107.07 eV per atom: -3.868 eV
